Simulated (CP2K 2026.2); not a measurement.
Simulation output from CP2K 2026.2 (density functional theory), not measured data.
Periodic cell of 1051 atoms, Si736O315, from a study of silicon, its oxide and their interface. The atomic structure is a simulated model.
Doubt: the forces sum to 2.84 eV/angstrom along one axis rather than to zero, so they err by at least 0.0027 eV/angstrom per atom on average; the grid cutoff is modest.

Settings
functional: PBE
method: Gaussian and plane waves
basis set: DZVP-MOLOPT-SR-GTH
pseudopotentials: GTH-PBE
grid cutoff: 350 Ry, relative cutoff 50 Ry
k points: Gamma only
occupations: fixed
spin: none
net charge: 0

Cell vectors (angstrom)
a, 30.7742, 0, 0
b, 0, 15.3871, 0
c, 4.9826, 4.1467, 39.2624

Atoms: element, x, y, z (angstrom)
Si, 31.9251, 4.0755, 30.984
Si, 31.3355, 7.0684, 30.5605
Si, 31.7686, 12.2957, 31.128
Si, 32.4567, 15.7773, 33.334
Si, 34.9931, 4.1422, 33.2484
Si, 5.238, 8.0017, 31.09
Si, 5.2415, 11.1311, 30.3619
Si, 5.6652, 16.0616, 30.5591
Si, 8.6948, 3.8449, 31.303
Si, 8.2786, 8.1752, 31.1329
Si, 8.2064, 11.2317, 30.4331
Si, 8.6621, 16.092, 31.2204
Si, 13.1099, 3.6645, 31.1174
Si, 13.0485, 8.0904, 31.1798
Si, 13.4887, 11.0858, 30.673
Si, 12.8209, 15.9486, 31.3046
Si, 5.7305, 3.8014, 30.552
Si, 4.2745, 7.9929, 33.2208
Si, 34.9627, 11.873, 33.2426
Si, 34.8927, 15.7416, 33.2628
Si, 8.9552, 17.6357, 34.5994
Si, 9.4639, 7.9543, 33.1594
Si, 9.442, 11.9216, 33.1509
Si, 9.5088, 15.7226, 33.3444
Si, 11.9991, 4.1531, 33.183
Si, 11.888, 7.9812, 33.1942
Si, 12.5472, 13.7512, 34.4368
Si, 11.8993, 15.7454, 33.3909
Si, 17.196, 4.1834, 33.3213
Si, 17.2202, 8.066, 33.1948
Si, 17.1836, 11.9842, 33.1935
Si, 19.1262, 15.441, 28.5898
Si, 4.8565, 6.0739, 34.4554
Si, 4.8304, 9.935, 34.4536
Si, 4.8309, 13.8075, 34.4418
Si, 4.8472, 17.6298, 34.4987
Si, 8.9309, 6.0972, 34.51
Si, 8.8864, 9.937, 34.3737
Si, 8.8959, 13.7782, 34.4986
Si, 9.5873, 4.157, 33.3738
Si, 12.536, 6.0828, 34.4485
Si, 12.4889, 9.9407, 34.4154
Si, 11.8674, 11.8542, 33.143
Si, 12.5409, 17.678, 34.5607
Si, 16.5956, 6.1501, 34.4736
Si, 16.5824, 10.0118, 34.3924
Si, 16.6478, 13.8977, 34.4466
Si, 16.6557, 17.6759, 34.5843
Si, 33.7989, 6.092, 35.938
Si, 33.7731, 9.9377, 35.9273
Si, 33.8163, 13.8162, 35.9795
Si, 33.8216, 17.6501, 36.0164
Si, 6.8782, 6.0907, 35.7036
Si, 6.8763, 9.9369, 35.6628
Si, 6.8558, 13.7982, 35.7035
Si, 6.8791, 17.6352, 35.7392
Si, 10.749, 6.1014, 35.9819
Si, 10.685, 9.9611, 35.914
Si, 10.7416, 13.7575, 35.9594
Si, 10.7568, 17.6591, 36.0785
Si, 14.5637, 6.1252, 35.6946
Si, 14.5459, 9.9663, 35.6431
Si, 14.5911, 13.8214, 35.6694
Si, 14.59, 17.6516, 35.7495
Si, 33.8056, 4.1969, 37.3027
Si, 33.7966, 8.019, 37.2585
Si, 33.7943, 11.8601, 37.2628
Si, 33.8194, 15.7188, 37.3182
Si, 6.8757, 4.1799, 37.1159
Si, 6.8773, 8.0257, 37.0839
Si, 6.8693, 11.8562, 37.0755
Si, 6.8795, 15.7064, 37.1177
Si, 10.731, 4.2095, 37.3445
Si, 10.7271, 8.0454, 37.2641
Si, 10.7174, 11.8522, 37.2811
Si, 10.7506, 15.6837, 37.3037
Si, 14.5764, 4.2062, 37.1139
Si, 14.5622, 8.0568, 37.0763
Si, 14.5754, 11.8856, 37.0605
Si, 14.5746, 15.7155, 37.1123
Si, 4.9986, 4.1858, 38.5657
Si, 4.991, 8.0231, 38.5315
Si, 4.9909, 11.8529, 38.5331
Si, 5.0111, 15.7097, 38.576
Si, 8.7503, 4.1881, 38.5731
Si, 8.7599, 8.0246, 38.5348
Si, 8.7467, 11.8646, 38.5383
Si, 8.7703, 15.7009, 38.5529
Si, 12.7085, 4.2015, 38.5801
Si, 12.689, 8.0516, 38.5412
Si, 12.6988, 11.8724, 38.5319
Si, 12.7065, 15.7065, 38.5759
Si, 16.4526, 4.197, 38.569
Si, 16.4353, 8.0562, 38.5481
Si, 16.4535, 11.8903, 38.5255
Si, 16.4628, 15.7208, 38.5547
Si, 30.6988, 1.9168, 11.5993
Si, 30.7381, 5.7883, 11.5551
Si, 30.7229, 9.6169, 11.5879
Si, 30.7869, 13.4517, 11.6047
Si, 3.7867, 1.9172, 11.5883
Si, 3.7647, 5.7874, 11.5606
Si, 3.8286, 9.6484, 11.5442
Si, 3.8273, 13.5084, 11.6387
Si, 7.6236, 1.9436, 11.5262
Si, 7.6405, 5.7934, 11.4981
Si, 7.654, 9.6897, 11.5019
Si, 7.6591, 13.5226, 11.5859
Si, 11.5476, 1.9426, 11.4688
Si, 11.5309, 5.8235, 11.4435
Si, 11.5297, 9.6828, 11.46
Si, 11.5125, 13.5246, 11.523
Si, 28.7769, 1.9165, 12.9919
Si, 28.7853, 5.7771, 12.8633
Si, 28.772, 9.59, 12.9523
Si, 28.8223, 13.383, 12.8942
Si, 1.8491, 1.9046, 12.9556
Si, 1.847, 5.7497, 12.9701
Si, 1.9092, 9.6098, 12.8974
Si, 1.9156, 13.5103, 13.0391
Si, 5.7172, 1.9144, 12.9394
Si, 5.7137, 5.8214, 12.8632
Si, 5.7598, 9.7193, 12.902
Si, 5.7651, 13.5131, 13.016
Si, 9.6127, 1.9151, 12.7671
Si, 9.6109, 5.7984, 12.7734
Si, 9.6135, 9.6984, 12.7833
Si, 9.6099, 13.5593, 12.9128
Si, 28.7907, 15.2678, 14.2528
Si, 28.7503, 3.9342, 14.2984
Si, 28.6983, 7.6372, 14.2951
Si, 28.7951, 11.4951, 14.3383
Si, 1.8679, 15.4632, 14.4455
Si, 32.5168, 3.7949, 14.3408
Si, 1.8774, 7.7071, 14.2919
Si, 1.977, 11.4949, 14.2888
Si, 5.7875, 15.431, 14.419
Si, 5.599, 3.8888, 14.207
Si, 5.7732, 7.7715, 14.1813
Si, 5.7954, 11.5825, 14.3872
Si, 9.6227, 15.51, 14.2723
Si, 9.6265, 3.8301, 14.048
Si, 9.5934, 7.7543, 14.0595
Si, 9.6295, 11.5867, 14.1788
Si, 30.5991, 15.3552, 15.737
Si, 30.5929, 3.7821, 15.7806
Si, 30.8272, 5.7689, 17.0383
Si, 30.8037, 11.4351, 15.5839
Si, 3.8634, 15.4784, 15.8113
Si, 3.9743, 2.0801, 17.1426
Si, 32.6864, 8.9428, 18.2018
Si, 3.8643, 11.5174, 15.7602
Si, 7.781, 15.4972, 15.7577
Si, 8.0583, 5.7888, 16.5812
Si, 7.7374, 7.7922, 15.4578
Si, 7.8089, 11.5807, 15.649
Si, 11.5225, 15.4548, 15.6851
Si, 11.459, 3.9718, 15.5237
Si, 10.8114, 9.6281, 16.9154
Si, 11.4193, 11.6013, 15.7159
Si, 29.7403, 1.8487, 16.971
Si, 30.6521, 7.6201, 15.586
Si, 30.763, 9.5172, 16.9503
Si, 31.0538, 13.326, 16.9185
Si, 3.6775, 3.8749, 15.643
Si, 3.9495, 5.833, 16.8878
Si, 3.8947, 7.7403, 15.5501
Si, 3.4617, 13.4684, 17.0406
Si, 7.8238, 2.2179, 16.8917
Si, 7.6586, 3.8999, 15.2777
Si, 8.3602, 9.6032, 16.8624
Si, 8.4537, 13.5033, 16.8911
Si, 10.6259, 2.398, 18.4093
Si, 10.526, 5.8027, 16.8115
Si, 11.3338, 7.716, 15.6161
Si, 11.4104, 13.5101, 19.3717
Si, 29.8561, 13.7178, 19.6913
Si, 13.7685, 6.2157, 19.3251
Si, 6.3398, 9.8755, 19.1362
Si, 30.4198, 16.8024, 19.159
Si, 2.7554, 17.0686, 19.1382
Si, 32.8213, 6.4397, 18.2185
Si, 3.8783, 9.5367, 17.0764
Si, 4.075, 14.4249, 19.7801
Si, 5.9858, 2.9344, 18.1375
Si, 6.0855, 5.3657, 17.8539
Si, 5.119, 8.8397, 21.6474
Si, 6.8127, 15.0838, 20.7511
Si, 12.1818, 2.0925, 16.7569
Si, 11.2023, 5.0574, 19.772
Si, 12.9404, 9.2062, 19.0142
Si, 10.8939, 13.5493, 17.0067
Si, 9.7666, 12.276, 28.0913
Si, 12.0764, 12.2823, 26.1914
Si, 31.8122, 13.8499, 24.2623
Si, 30.8844, 11.9053, 22.1291
Si, 7.8115, 4.8158, 22.5649
Si, 31.5705, 5.4754, 20.8015
Si, 3.8108, 14.1056, 22.7251
Si, 4.8144, 3.1291, 20.86
Si, 5.6649, 6.0013, 20.7675
Si, 4.9401, 9.4254, 24.6794
Si, 6.627, 5.0415, 25.2451
Si, 15.7711, 17.1086, 24.3768
Si, 10.4774, 6.1244, 22.5997
Si, 10.2013, 11.4305, 20.9615
Si, 9.6107, 15.683, 20.2645
Si, 8.1188, 13.3033, 25.6961
Si, 10.2168, 11.7253, 23.9339
Si, 31.2302, 15.2622, 30.5089
Si, 14.8287, 3.1145, 21.8583
Si, 10.88, 9.2616, 22.7257
Si, 7.8329, 18.1946, 26.9306
Si, 13.762, 9.7367, 21.9488
Si, 17.5539, 3.0551, 26.283
Si, 5.1842, 12.5402, 24.9428
Si, 12.1231, 3.8484, 23.4151
Si, 31.899, 8.8118, 28.0465
Si, 33.4208, 13.1255, 26.7847
Si, 9.4384, 4.5827, 28.6016
Si, 9.4931, 17.6966, 22.5986
Si, 5.2986, 16.8499, 26.0649
Si, 5.5075, 16.5289, 23.0043
Si, 13.2791, 18.052, 26.0077
Si, 7.5429, 12.4779, 19.7239
Si, 11.7895, 15.3755, 26.5378
Si, 9.236, 16.1358, 25.2531
Si, 3.6509, 5.4033, 26.1821
Si, 13.7069, 10.3393, 27.7434
Si, 16.2501, 8.1861, 22.5551
Si, 17.8943, 10.5342, 21.3014
Si, 12.1419, 7.7261, 28.2151
Si, 33.4967, 11.0306, 28.8634
Si, 32.7361, 17.3202, 28.8158
Si, 9.1425, 7.5373, 28.1631
Si, 10.7599, 14.8199, 29.3152
Si, 6.6963, 7.6719, 26.6269
Si, 4.8703, 6.1266, 28.7428
Si, 33.1318, 7.9821, 25.3077
Si, 12.4372, 4.6591, 28.2017
Si, 16.2473, 4.2051, 31.1864
Si, 15.8193, 7.1785, 30.6151
Si, 16.362, 12.3892, 31.0298
Si, 17.3748, 15.8619, 33.2748
Si, 19.5762, 4.2235, 33.3524
Si, 20.6348, 7.9784, 31.1258
Si, 20.6741, 11.0938, 30.3385
Si, 20.8006, 16.0217, 30.9394
Si, 23.9521, 3.8371, 31.103
Si, 23.6964, 8.0641, 31.1186
Si, 23.6565, 11.1607, 30.3617
Si, 23.8588, 16.0702, 30.6095
Si, 28.8752, 3.6152, 30.5643
Si, 28.5636, 7.9709, 31.1308
Si, 28.9399, 11.0046, 30.6672
Si, 28.2768, 15.9869, 30.3477
Si, 20.9127, 3.8135, 30.5732
Si, 19.6343, 8.0096, 33.2347
Si, 19.6039, 11.8977, 33.1919
Si, 19.8225, 15.7909, 33.1439
Si, 24.2836, 17.5911, 34.4701
Si, 24.8726, 7.9216, 33.1458
Si, 24.8441, 11.8579, 33.1361
Si, 24.9568, 15.5909, 33.3648
Si, 27.2835, 4.0978, 33.2616
Si, 27.3126, 7.9141, 33.1314
Si, 27.9669, 13.6738, 34.3993
Si, 27.3291, 15.695, 33.3974
Si, 32.6171, 4.1202, 33.2318
Si, 32.6432, 8.0083, 33.1646
Si, 32.5561, 11.9404, 33.2842
Si, 4.1618, 15.3207, 28.1869
Si, 20.2148, 6.1378, 34.5411
Si, 20.2163, 9.9638, 34.4382
Si, 20.2757, 13.8261, 34.4085
Si, 20.2741, 17.6665, 34.5087
Si, 24.2919, 6.0645, 34.4777
Si, 24.2821, 9.8922, 34.3684
Si, 24.2828, 13.6926, 34.5236
Si, 24.8509, 4.1418, 33.2417
Si, 27.9051, 6.0449, 34.4554
Si, 27.8896, 9.8702, 34.3871
Si, 27.266, 11.7716, 33.1014
Si, 27.9293, 17.6271, 34.5703
Si, 31.9945, 6.0843, 34.4114
Si, 31.9673, 9.9345, 34.395
Si, 31.9618, 13.8165, 34.5488
Si, 31.9764, 17.6817, 34.5763
Si, 18.3899, 6.1506, 36.0017
Si, 18.3908, 9.99, 35.9216
Si, 18.4631, 13.8558, 35.9334
Si, 18.4759, 17.6735, 36.0342
Si, 22.266, 6.105, 35.7208
Si, 22.2636, 9.9306, 35.6546
Si, 22.255, 13.7693, 35.7216
Si, 22.2873, 17.6419, 35.7373
Si, 26.1058, 6.0641, 35.9674
Si, 26.0861, 9.9102, 35.8964
Si, 26.1547, 13.7038, 35.9358
Si, 26.0803, 17.6086, 36.0009
Si, 29.9598, 6.0767, 35.6667
Si, 29.9321, 9.9101, 35.6405
Si, 29.9323, 13.7456, 35.7328
Si, 29.9514, 17.6511, 35.7812
Si, 18.4285, 4.2233, 37.3203
Si, 18.401, 8.0847, 37.2862
Si, 18.4201, 11.9118, 37.2466
Si, 18.4504, 15.7341, 37.3144
Si, 22.2752, 4.1834, 37.1188
Si, 22.2674, 8.0354, 37.0959
Si, 22.2569, 11.838, 37.0876
Si, 22.27, 15.7028, 37.1099
Si, 26.0994, 4.1557, 37.3054
Si, 26.1029, 8.0063, 37.2583
Si, 26.118, 11.8044, 37.2699
Si, 26.1225, 15.6501, 37.2633
Si, 29.9528, 4.194, 37.1302
Si, 29.9528, 8.0026, 37.0641
Si, 29.9469, 11.8131, 37.0919
Si, 29.9475, 15.6881, 37.1167
Si, 20.3979, 4.1996, 38.5723
Si, 20.3787, 8.0476, 38.5422
Si, 20.3776, 11.866, 38.5369
Si, 20.4073, 15.7169, 38.5777
Si, 24.1437, 4.1754, 38.5737
Si, 24.1474, 8.0212, 38.5443
Si, 24.1453, 11.8476, 38.533
Si, 24.1576, 15.6826, 38.5437
Si, 28.07, 4.1711, 38.5663
Si, 28.0727, 8.0084, 38.5276
Si, 28.0754, 11.8247, 38.5499
Si, 28.0721, 15.6911, 38.5606
Si, 31.8378, 4.1766, 38.5661
Si, 31.8305, 8.0098, 38.5301
Si, 31.8328, 11.8446, 38.5401
Si, 31.8353, 15.6942, 38.5592
Si, 15.3489, 1.961, 11.602
Si, 15.4035, 5.8352, 11.5666
Si, 15.3434, 9.6649, 11.5963
Si, 15.3999, 13.4941, 11.6247
Si, 19.2189, 1.941, 11.6012
Si, 19.2076, 5.7835, 11.5917
Si, 19.2264, 9.6712, 11.5519
Si, 19.2175, 13.5292, 11.6352
Si, 23.0186, 1.9199, 11.5295
Si, 23.026, 5.7597, 11.4922
Si, 23.0319, 9.6603, 11.4944
Si, 23.0454, 13.5056, 11.5399
Si, 26.9372, 1.9206, 11.5069
Si, 26.9071, 5.7631, 11.4576
Si, 26.9281, 9.6304, 11.4814
Si, 26.9369, 13.464, 11.4864
Si, 13.3904, 1.9687, 12.9335
Si, 13.4269, 5.8764, 12.8249
Si, 13.3651, 9.6815, 12.9223
Si, 13.4166, 13.4855, 12.8998
Si, 17.2889, 1.9468, 12.9575
Si, 17.3011, 5.7881, 12.9966
Si, 17.3087, 9.6593, 12.9089
Si, 17.315, 13.5308, 13.0541
Si, 21.1427, 1.9171, 12.9811
Si, 21.153, 5.7585, 12.9264
Si, 21.1515, 9.7095, 12.917
Si, 21.1685, 13.5434, 12.9851
Si, 24.9891, 1.9051, 12.7899
Si, 24.979, 5.7405, 12.7696
Si, 24.9874, 9.6512, 12.772
Si, 25.015, 13.5104, 12.8145
Si, 13.4034, 15.3786, 14.2659
Si, 13.3909, 3.9962, 14.1843
Si, 13.311, 7.7439, 14.2586
Si, 13.3476, 11.5942, 14.3074
Si, 17.2834, 15.5003, 14.4352
Si, 17.2767, 3.8276, 14.3624
Si, 17.3146, 7.7651, 14.3009
Si, 17.346, 11.527, 14.3346
Si, 21.1873, 15.4259, 14.4423
Si, 21.135, 3.8389, 14.3406
Si, 21.1582, 7.74, 14.1932
Si, 21.1856, 11.629, 14.3403
Si, 25.0128, 15.4183, 14.1842
Si, 24.9678, 3.8116, 14.1063
Si, 24.967, 7.6917, 14.0348
Si, 25.017, 11.5787, 14.1061
Si, 15.245, 15.4835, 15.7184
Si, 15.2605, 3.8405, 15.6109
Si, 15.2751, 5.8404, 16.7808
Si, 15.32, 11.5681, 15.5529
Si, 19.2443, 15.4633, 15.8399
Si, 19.5197, 1.9978, 17.223
Si, 18.0346, 9.3951, 18.517
Si, 19.298, 11.5511, 15.7564
Si, 23.2347, 15.4593, 15.6981
Si, 23.4993, 5.873, 16.7604
Si, 23.132, 7.7692, 15.4427
Si, 23.2067, 11.6523, 15.5742
Si, 26.8725, 15.3028, 15.6119
Si, 26.7677, 3.8997, 15.5856
Si, 26.1641, 9.5495, 16.8589
Si, 26.7945, 11.4973, 15.6316
Si, 14.6035, 2.0194, 17.007
Si, 15.2849, 7.7766, 15.5072
Si, 15.2851, 9.6657, 16.8926
Si, 15.5718, 13.4571, 16.8909
Si, 19.2139, 3.8328, 15.7414
Si, 19.4807, 5.8352, 16.9153
Si, 19.3138, 7.7631, 15.6097
Si, 18.7698, 13.4701, 17.0542
Si, 23.5775, 2.008, 17.0483
Si, 23.1601, 3.8586, 15.5699
Si, 23.6953, 9.676, 16.7195
Si, 23.8072, 13.528, 16.9348
Si, 25.649, 2.1565, 18.3905
Si, 25.9438, 5.7789, 16.9135
Si, 26.6859, 7.6315, 15.6018
Si, 26.84, 13.0923, 19.2336
Si, 14.4314, 14.0743, 19.6548
Si, 29.3029, 5.9708, 18.82
Si, 21.9319, 9.6984, 18.2315
Si, 15.3597, 17.0926, 19.2599
Si, 18.5161, 17.32, 19.3698
Si, 17.9052, 6.2786, 18.5996
Si, 19.7759, 9.5994, 17.0241
Si, 19.5905, 14.4111, 19.8352
Si, 21.6484, 2.4075, 18.2729
Si, 21.4915, 5.6047, 18.0338
Si, 20.6038, 9.6066, 22.2123
Si, 22.5732, 14.1465, 19.8675
Si, 27.3215, 1.9117, 16.7712
Si, 26.5203, 5.0592, 19.0557
Si, 28.3633, 8.9584, 18.8536
Si, 26.278, 13.3893, 16.9403
Si, 25.0869, 12.3013, 27.9479
Si, 27.5224, 12.1844, 26.081
Si, 16.5314, 14.1603, 24.2765
Si, 15.5213, 12.3219, 22.1157
Si, 22.6015, 5.3458, 22.0249
Si, 16.3707, 5.6654, 20.9834
Si, 19.2769, 14.0193, 22.7736
Si, 20.9009, 2.9304, 20.9763
Si, 21.5547, 7.5292, 20.3378
Si, 20.2867, 9.5284, 25.2132
Si, 21.8186, 5.2383, 25.044
Si, 31.159, 16.8644, 24.156
Si, 25.6671, 5.7151, 21.9805
Si, 25.5729, 10.9529, 20.8663
Si, 25.1603, 15.2846, 20.5598
Si, 23.6335, 13.119, 25.3687
Si, 25.6313, 11.3, 23.8227
Si, 15.7917, 15.4263, 30.7461
Si, 30.257, 2.9383, 21.6407
Si, 26.2081, 8.7475, 22.6308
Si, 22.9814, 2.865, 26.6229
Si, 29.0912, 9.3247, 21.9448
Si, 33.1978, 2.7618, 25.9648
Si, 20.5845, 12.5999, 25.0757
Si, 27.6582, 3.5009, 23.0988
Si, 16.3862, 8.8916, 28.0676
Si, 18.1356, 13.256, 26.7985
Si, 25.0244, 4.448, 28.3332
Si, 26.2671, 16.2897, 23.2261
Si, 20.3413, 17.1926, 26.5891
Si, 21.0351, 16.5356, 23.526
Si, 28.7205, 17.9984, 25.7912
Si, 22.5135, 11.334, 20.5665
Si, 27.2949, 15.2896, 25.9596
Si, 23.795, 16.0775, 24.6479
Si, 18.862, 5.6579, 26.0969
Si, 29.206, 10.3088, 27.6928
Si, 31.6266, 7.6917, 22.7034
Si, 33.0954, 9.9232, 21.1649
Si, 27.5995, 7.7169, 28.1332
Si, 18.1542, 11.0676, 28.7563
Si, 16.8246, 17.4418, 28.9737
Si, 24.6236, 7.4321, 28.2147
Si, 25.8394, 15.1082, 28.5439
Si, 22.0999, 7.5749, 26.8658
Si, 20.1742, 6.1018, 28.7739
Si, 17.5813, 8.2563, 25.3346
Si, 28.056, 4.7109, 27.8976
Si, 30.7795, 13.4941, 0.6574
Si, 30.7767, 1.9642, 0.6511
Si, 30.7737, 5.7912, 0.6419
Si, 30.7762, 9.6252, 0.6483
Si, 3.7917, 13.4869, 0.6452
Si, 3.7833, 1.9682, 0.6545
Si, 3.7842, 5.7977, 0.6403
Si, 3.7856, 9.6335, 0.6491
Si, 7.7054, 13.5003, 0.6565
Si, 7.7029, 1.9852, 0.6575
Si, 7.7029, 5.8165, 0.6515
Si, 7.7026, 9.6337, 0.659
Si, 11.4842, 13.5024, 0.6536
Si, 11.4798, 1.9822, 0.6526
Si, 11.478, 5.8289, 0.6472
Si, 11.4835, 9.6514, 0.6508
Si, 15.3982, 13.5049, 0.6585
Si, 15.3924, 1.9815, 0.654
Si, 15.3847, 5.8108, 0.6534
Si, 15.3982, 9.6364, 0.653
Si, 19.1818, 13.4706, 0.6412
Si, 19.1727, 1.9585, 0.6551
Si, 19.175, 5.7921, 0.6487
Si, 19.1781, 9.6204, 0.6449
Si, 23.0803, 13.4764, 0.6515
Si, 23.0752, 1.9511, 0.6512
Si, 23.0842, 5.7688, 0.6549
Si, 23.0799, 9.6133, 0.6463
Si, 26.8633, 13.4801, 0.6501
Si, 26.8645, 1.9543, 0.6536
Si, 26.8668, 5.7793, 0.6434
Si, 26.8625, 9.6199, 0.6491
Si, 1.9015, 13.4877, 2.0381
Si, 1.8933, 1.96, 2.0414
Si, 1.8939, 5.7937, 2.0328
Si, 1.8945, 9.633, 2.0379
Si, 5.7438, 13.4967, 1.9802
Si, 5.7408, 1.9656, 1.9831
Si, 5.7393, 5.8062, 1.9782
Si, 5.74, 9.6403, 1.9841
Si, 9.5948, 13.5019, 2.0485
Si, 9.5926, 1.9769, 2.0491
Si, 9.5919, 5.8188, 2.0481
Si, 9.5945, 9.6486, 2.0484
Si, 13.4404, 13.5026, 1.9862
Si, 13.4367, 1.9735, 1.9852
Si, 13.4319, 5.813, 1.9881
Si, 13.4408, 9.6491, 1.985
Si, 17.2934, 13.4902, 2.0381
Si, 17.2828, 1.9663, 2.0429
Si, 17.282, 5.8039, 2.0385
Si, 17.2899, 9.6356, 2.0395
Si, 21.1274, 13.4814, 1.9833
Si, 21.1243, 1.9518, 1.9886
Si, 21.1267, 5.7858, 1.9864
Si, 21.1278, 9.6264, 1.9842
Si, 24.9727, 13.4772, 2.0414
Si, 24.9704, 1.9454, 2.0399
Si, 24.9782, 5.7803, 2.0421
Si, 24.9709, 9.6232, 2.0401
Si, 28.8204, 13.4816, 1.982
Si, 28.8216, 1.9506, 1.9835
Si, 28.8216, 5.7852, 1.9798
Si, 28.8204, 9.6259, 1.9806
Si, 1.8995, 15.4147, 3.3832
Si, 1.8958, 3.8772, 3.3943
Si, 1.8978, 7.7133, 3.3915
Si, 1.8965, 11.5605, 3.3846
Si, 5.7385, 15.423, 3.3473
Si, 5.7374, 3.8849, 3.3555
Si, 5.7369, 7.722, 3.3591
Si, 5.7391, 11.5713, 3.3474
Si, 9.5916, 15.4319, 3.3947
Si, 9.593, 3.8946, 3.4049
Si, 9.5906, 7.7342, 3.4112
Si, 9.5916, 11.5762, 3.3979
Si, 13.4402, 15.4307, 3.3506
Si, 13.4363, 3.8909, 3.3621
Si, 13.4396, 7.7327, 3.3647
Si, 13.4421, 11.5766, 3.3538
Si, 17.2872, 15.4201, 3.3826
Si, 17.2832, 3.8846, 3.3958
Si, 17.2868, 7.7217, 3.3986
Si, 17.288, 11.5651, 3.3858
Si, 21.1238, 15.4086, 3.3498
Si, 21.1229, 3.8692, 3.3633
Si, 21.1269, 7.7083, 3.3591
Si, 21.1275, 11.5572, 3.3504
Si, 24.9738, 15.4048, 3.3891
Si, 24.9749, 3.8617, 3.4
Si, 24.9735, 7.7044, 3.3981
Si, 24.973, 11.5508, 3.3909
Si, 28.8241, 15.4075, 3.3471
Si, 28.8237, 3.8674, 3.3578
Si, 28.8227, 7.7062, 3.355
Si, 28.8222, 11.554, 3.347
Si, 30.7429, 15.4053, 4.7241
Si, 30.7408, 3.8661, 4.7355
Si, 30.7416, 7.7096, 4.7333
Si, 30.7401, 11.5572, 4.7247
Si, 3.8247, 15.4162, 4.7325
Si, 3.8237, 3.8754, 4.7413
Si, 3.8239, 7.7183, 4.7433
Si, 3.8248, 11.5673, 4.7318
Si, 7.6507, 15.4263, 4.7284
Si, 7.6506, 3.8852, 4.7367
Si, 7.6481, 7.7308, 4.7439
Si, 7.65, 11.5764, 4.7307
Si, 11.5285, 15.4317, 4.7345
Si, 11.5264, 3.8887, 4.7483
Si, 11.5276, 7.7362, 4.75
Si, 11.5284, 11.5803, 4.737
Si, 15.359, 15.4252, 4.7282
Si, 15.3555, 3.8863, 4.7401
Si, 15.3582, 7.732, 4.7441
Si, 15.361, 11.5748, 4.7316
Si, 19.2103, 15.4158, 4.733
Si, 19.2087, 3.8761, 4.7442
Si, 19.2144, 7.7185, 4.7448
Si, 19.2141, 11.5672, 4.7339
Si, 23.0382, 15.4057, 4.7281
Si, 23.0389, 3.8646, 4.7391
Si, 23.0385, 7.709, 4.7409
Si, 23.0391, 11.5569, 4.7331
Si, 26.9113, 15.4029, 4.7279
Si, 26.9104, 3.8605, 4.7389
Si, 26.9095, 7.7064, 4.7383
Si, 26.9092, 11.5524, 4.7298
Si, 30.751, 13.4806, 6.0839
Si, 30.754, 1.9365, 6.0895
Si, 30.7495, 5.7868, 6.0963
Si, 30.751, 9.6374, 6.0894
Si, 3.8107, 13.4915, 6.0948
Si, 3.8141, 1.9468, 6.1008
Si, 3.8115, 5.7948, 6.1074
Si, 3.8219, 9.6479, 6.0995
Si, 7.6497, 13.503, 6.0882
Si, 7.6496, 1.958, 6.0958
Si, 7.6495, 5.8039, 6.1017
Si, 7.6458, 9.66, 6.1004
Si, 11.5267, 13.5078, 6.0949
Si, 11.5262, 1.9605, 6.107
Si, 11.5231, 5.8115, 6.1101
Si, 11.5259, 9.6643, 6.1084
Si, 15.3718, 13.5015, 6.0886
Si, 15.3679, 1.9577, 6.0961
Si, 15.3697, 5.8078, 6.1039
Si, 15.3703, 9.6601, 6.1037
Si, 19.2006, 13.4932, 6.0951
Si, 19.1994, 1.9479, 6.0991
Si, 19.202, 5.7969, 6.1086
Si, 19.21, 9.6489, 6.1
Si, 23.0432, 13.4846, 6.0909
Si, 23.0394, 1.937, 6.095
Si, 23.0408, 5.7852, 6.1024
Si, 23.0362, 9.6371, 6.099
Si, 26.9093, 13.4781, 6.0886
Si, 26.9113, 1.933, 6.0956
Si, 26.9039, 5.7824, 6.1011
Si, 26.9075, 9.6332, 6.0975
Si, 1.8878, 13.4834, 7.4671
Si, 1.8921, 1.9333, 7.4715
Si, 1.8885, 5.7835, 7.4771
Si, 1.8977, 9.6454, 7.4609
Si, 5.7277, 13.4974, 7.4555
Si, 5.7285, 1.9474, 7.4666
Si, 5.7286, 5.7964, 7.4685
Si, 5.7297, 9.6594, 7.4784
Si, 9.5841, 13.5129, 7.4347
Si, 9.5823, 1.9564, 7.4454
Si, 9.5812, 5.8081, 7.4518
Si, 9.5801, 9.6697, 7.4452
Si, 13.4587, 13.5038, 7.4495
Si, 13.4579, 1.957, 7.4653
Si, 13.4546, 5.8116, 7.4628
Si, 13.4554, 9.6716, 7.469
Si, 17.2834, 13.5034, 7.4736
Si, 17.2831, 1.9535, 7.4757
Si, 17.2853, 5.8039, 7.4853
Si, 17.2951, 9.6618, 7.4738
Si, 21.119, 13.4917, 7.452
Si, 21.1153, 1.9409, 7.4589
Si, 21.1194, 5.7894, 7.4667
Si, 21.1182, 9.6483, 7.4734
Si, 24.9773, 13.4842, 7.441
Si, 24.9747, 1.9288, 7.4408
Si, 24.9707, 5.7791, 7.4549
Si, 24.9692, 9.634, 7.4446
Si, 28.8378, 13.4735, 7.4452
Si, 28.8411, 1.9277, 7.4517
Si, 28.833, 5.78, 7.4541
Si, 28.8374, 9.635, 7.4542
Si, 1.8841, 15.3975, 8.8482
Si, 1.8844, 3.8511, 8.8439
Si, 1.8879, 7.723, 8.8247
Si, 1.8995, 11.5626, 8.8396
Si, 5.718, 15.4091, 8.8268
Si, 5.7139, 3.8685, 8.8259
Si, 5.7237, 7.7224, 8.8216
Si, 5.7244, 11.5936, 8.8367
Si, 9.5761, 15.4237, 8.8127
Si, 9.5807, 3.8766, 8.8056
Si, 9.5736, 7.7438, 8.7973
Si, 9.5795, 11.6, 8.8017
Si, 13.4748, 15.414, 8.8189
Si, 13.4689, 3.8857, 8.8166
Si, 13.4682, 7.7402, 8.8121
Si, 13.4652, 11.6006, 8.8294
Si, 17.2847, 15.4219, 8.8535
Si, 17.2861, 3.8725, 8.8499
Si, 17.2995, 7.7408, 8.8413
Si, 17.2915, 11.5854, 8.8479
Si, 21.11, 15.4064, 8.8191
Si, 21.106, 3.8601, 8.8189
Si, 21.1135, 7.7149, 8.8206
Si, 21.1118, 11.5843, 8.8249
Si, 24.9806, 15.4006, 8.8141
Si, 24.97, 3.8436, 8.8062
Si, 24.9643, 7.7107, 8.8067
Si, 24.972, 11.562, 8.8002
Si, 28.8535, 15.3882, 8.8074
Si, 28.8474, 3.8505, 8.8049
Si, 28.8385, 7.7063, 8.8036
Si, 28.8553, 11.5593, 8.8129
Si, 30.7394, 15.3811, 10.2271
Si, 30.7371, 3.8421, 10.2167
Si, 30.7427, 7.7113, 10.1941
Si, 30.76, 11.5443, 10.2161
Si, 3.8064, 15.3954, 10.2146
Si, 3.8022, 3.8505, 10.2158
Si, 3.8043, 7.7147, 10.192
Si, 3.8117, 11.5961, 10.2244
Si, 7.6405, 15.4121, 10.1767
Si, 7.645, 3.8654, 10.1602
Si, 7.6488, 7.7401, 10.1677
Si, 7.6589, 11.6196, 10.1759
Si, 11.5324, 15.4136, 10.1305
Si, 11.5288, 3.8785, 10.1321
Si, 11.5212, 7.7528, 10.1178
Si, 11.5159, 11.6159, 10.1428
Si, 15.3707, 15.4164, 10.2366
Si, 15.3692, 3.8851, 10.2238
Si, 15.3795, 7.7542, 10.2035
Si, 15.3769, 11.5889, 10.2259
Si, 19.2097, 15.4182, 10.2203
Si, 19.2073, 3.8632, 10.221
Si, 19.2163, 7.7191, 10.2193
Si, 19.2095, 11.6119, 10.2243
Si, 23.0366, 15.4039, 10.1581
Si, 23.0312, 3.8359, 10.1555
Si, 23.0327, 7.7116, 10.1671
Si, 23.042, 11.588, 10.1612
Si, 26.933, 15.3928, 10.1469
Si, 26.9181, 3.833, 10.1339
Si, 26.9088, 7.7037, 10.1356
Si, 26.9164, 11.5505, 10.1318
O, 32.2017, 7.9873, 31.5756
O, 31.6723, 15.986, 31.8931
O, 7.122, 4.2146, 31.2625
O, 4.5773, 4.1129, 31.6421
O, 6.7953, 7.4961, 31.1996
O, 4.6836, 11.8746, 31.6794
O, 6.7116, 11.7184, 30.0573
O, 4.5358, 15.8295, 31.6845
O, 7.1033, 15.6518, 31.1678
O, 8.878, 12.1412, 31.6016
O, 12.8129, 4.513, 29.7707
O, 14.2954, 7.0462, 31.1685
O, 12.311, 11.7664, 31.548
O, 30.2075, 11.8967, 31.0668
O, 14.3312, 15.3732, 31.4143
O, 31.947, 17.348, 19.0962
O, 29.4514, 9.7179, 17.9311
O, 30.2302, 13.0068, 18.2878
O, 32.6286, 13.4456, 17.344
O, 32.6267, 9.7611, 19.6303
O, 5.4502, 15.281, 19.9046
O, 4.176, 13.4164, 18.5188
O, 9.2175, 2.6768, 17.6499
O, 5.0621, 9.468, 18.2294
O, 7.6836, 9.417, 18.354
O, 7.9015, 13.3721, 18.4277
O, 12.8014, 5.1315, 20.0232
O, 10.8594, 5.8584, 18.4136
O, 11.465, 9.5459, 18.4351
O, 6.3434, 11.4839, 19.3149
O, 28.2443, 13.6795, 19.7925
O, 32.7119, 18.5261, 29.9016
O, 31.9776, 5.5984, 30.4173
O, 33.2722, 9.4554, 28.6154
O, 32.6353, 11.3426, 30.1777
O, 3.9512, 12.835, 25.914
O, 31.911, 13.8018, 30.5365
O, 31.7123, 16.1643, 29.2686
O, 34.2144, 16.6779, 28.7104
O, 16.5437, 18.0374, 27.4928
O, 4.4636, 7.0354, 30.0257
O, 5.2361, 2.5655, 22.3067
O, 4.2693, 11.4265, 29.1064
O, 5.2439, 9.5295, 30.5557
O, 5.7311, 17.6278, 30.1466
O, 9.5223, 4.7279, 30.2129
O, 5.1246, 4.8402, 25.8083
O, 8.9987, 7.7827, 29.7492
O, 8.0724, 9.774, 31.0838
O, 9.0696, 11.1873, 29.0628
O, 8.8643, 17.668, 30.9254
O, 9.4235, 15.3405, 30.0233
O, 13.3362, 3.6792, 27.2759
O, 12.1736, 7.8831, 29.8316
O, 8.6666, 13.0759, 27.2085
O, 13.1337, 11.0413, 29.0976
O, 12.7945, 17.4895, 30.7771
O, 12.0601, 15.0245, 30.2301
O, 10.8578, 11.6523, 27.0792
O, 29.6302, 2.2172, 20.3323
O, 13.0265, 7.6326, 19.3287
O, 30.1843, 6.0484, 20.1781
O, 3.9369, 9.9157, 21.2984
O, 13.3371, 9.9233, 20.3981
O, 30.3823, 15.2404, 19.6039
O, 30.5217, 12.9487, 20.941
O, 3.3987, 2.5425, 20.3562
O, 8.0436, 8.318, 27.2651
O, 32.7545, 5.7784, 19.7356
O, 2.897, 15.4838, 19.4826
O, 3.8093, 13.6427, 21.1686
O, 5.9669, 2.7224, 19.7831
O, 5.9736, 6.2812, 19.2122
O, 7.0884, 13.4929, 20.8996
O, 8.0319, 15.7481, 19.9265
O, 9.7959, 16.4418, 21.649
O, 10.779, 3.513, 19.5803
O, 8.348, 3.4268, 28.3241
O, 10.4647, 5.7398, 21.0216
O, 9.0695, 5.6107, 23.199
O, 11.3691, 11.9947, 19.9755
O, 10.2026, 14.1859, 20.2592
O, 31.0242, 15.2607, 24.2781
O, 17.1998, 17.636, 24.9274
O, 31.8318, 6.1783, 22.2199
O, 15.9022, 4.2891, 21.6464
O, 10.582, 13.2514, 29.0694
O, 4.943, 13.2983, 23.5362
O, 6.5558, 12.98, 25.6379
O, 14.5532, 11.068, 22.3674
O, 33.7942, 14.2063, 27.9418
O, 8.9368, 5.9523, 27.9241
O, 5.8844, 16.6943, 24.5658
O, 4.6926, 4.7285, 20.9653
O, 3.3669, 6.7238, 25.3122
O, 3.3367, 9.2251, 24.9308
O, 10.9741, 15.5752, 27.9141
O, 6.6496, 4.7111, 23.6757
O, 8.9817, 17.067, 23.9777
O, 5.2592, 10.9801, 24.6518
O, 7.7013, 4.0274, 25.8902
O, 13.4807, 3.6138, 22.583
O, 14.4905, 2.4745, 20.4038
O, 12.4626, 9.5417, 22.8725
O, 10.4131, 9.8561, 21.2849
O, 33.1385, 13.9149, 23.3599
O, 10.4885, 16.3499, 19.1104
O, 10.2401, 12.2152, 22.388
O, 8.276, 14.8473, 25.2627
O, 8.9404, 12.3407, 24.692
O, 19.0359, 18.0879, 26.759
O, 8.9175, 17.0883, 26.5115
O, 7.1334, 5.6716, 21.3791
O, 15.3013, 10.0899, 27.8779
O, 8.7828, 11.587, 20.2184
O, 6.6978, 15.7477, 22.2216
O, 3.6223, 5.7631, 27.772
O, 15.5479, 17.4127, 22.8112
O, 13.7406, 9.5644, 31.1627
O, 14.6897, 8.4398, 22.2225
O, 10.1269, 10.0961, 23.899
O, 32.9541, 11.8064, 27.567
O, 6.3812, 17.5191, 27.0516
O, 10.762, 15.6017, 25.3071
O, 20.1368, 15.8072, 27.3829
O, 32.7051, 8.5881, 21.9471
O, 13.048, 8.8703, 27.5283
O, 31.9201, 7.8055, 24.2675
O, 17.0873, 9.1966, 21.6432
O, 14.696, 17.9168, 25.264
O, 8.3559, 3.3544, 22.0787
O, 10.8908, 4.2151, 28.0019
O, 17.6121, 4.6366, 25.984
O, 32.3392, 8.0761, 26.6984
O, 10.563, 7.7048, 22.8144
O, 4.1462, 15.6818, 22.8264
O, 10.6261, 7.9656, 27.7155
O, 19.9456, 15.067, 29.9305
O, 31.2838, 7.7632, 29.1071
O, 22.5659, 6.8327, 21.3726
O, 10.9012, 3.0675, 22.7288
O, 7.087, 6.5598, 25.5244
O, 16.693, 8.0878, 31.6291
O, 16.8019, 16.17, 31.7641
O, 22.4209, 4.3193, 30.8775
O, 19.9905, 4.3383, 31.7788
O, 22.1848, 7.4649, 31.2596
O, 20.1272, 11.8824, 31.6365
O, 22.1534, 11.6449, 30.0137
O, 22.3408, 15.5325, 30.743
O, 24.2769, 12.0182, 31.591
O, 24.7118, 15.3306, 31.7569
O, 27.8548, 4.0466, 31.7287
O, 30.3821, 3.6016, 31.114
O, 29.831, 6.9429, 31.1783
O, 27.6908, 11.6172, 31.5022
O, 14.8271, 11.9121, 30.9431
O, 27.6623, 15.8655, 31.816
O, 29.634, 15.1137, 30.3449
O, 16.9077, 2.1999, 19.4341
O, 13.9828, 5.7722, 17.7842
O, 16.5982, 5.9697, 17.697
O, 13.9794, 9.6444, 17.8613
O, 16.6104, 9.7142, 17.8223
O, 14.7323, 13.2671, 18.2808
O, 17.1546, 13.4768, 17.2757
O, 18.1967, 10.4686, 19.72
O, 21.1372, 14.831, 19.686
O, 19.3167, 13.4303, 18.5845
O, 23.1452, 13.6166, 18.4427
O, 28.1471, 4.8309, 19.0347
O, 26.8844, 9.3667, 18.333
O, 21.7128, 11.0204, 19.1797
O, 12.8201, 14.2411, 19.7388
O, 16.8646, 3.2369, 30.0576
O, 16.4079, 5.6882, 30.5531
O, 17.7932, 9.5032, 28.5883
O, 17.2781, 11.5907, 29.9899
O, 19.6022, 13.2984, 26.1374
O, 16.3701, 13.9412, 30.5475
O, 15.7246, 16.3153, 29.3887
O, 18.2556, 16.7222, 29.0063
O, 32.3649, 17.8044, 27.3151
O, 19.8385, 7.0426, 30.0536
O, 20.8817, 17.7451, 22.4817
O, 19.7131, 11.3448, 29.0683
O, 20.672, 9.5044, 30.5951
O, 20.7701, 17.5924, 30.4681
O, 24.9095, 4.4458, 29.9459
O, 20.282, 5.0693, 25.5572
O, 24.4227, 7.4433, 29.818
O, 23.575, 9.6481, 30.8721
O, 24.5379, 11.221, 29.0105
O, 23.8999, 17.6289, 30.9417
O, 24.5535, 15.8709, 29.1634
O, 28.9141, 3.7399, 26.9323
O, 28.7284, 4.6673, 29.3608
O, 27.7583, 7.7059, 29.7489
O, 23.9276, 12.7823, 26.9237
O, 28.7001, 11.0175, 29.0702
O, 28.5546, 17.5329, 30.0018
O, 27.2315, 15.4707, 29.2563
O, 26.344, 11.7384, 27.1094
O, 28.4873, 7.361, 18.6596
O, 15.1583, 6.2933, 20.1111
O, 19.2898, 10.5325, 22.1043
O, 28.6656, 9.3093, 20.3883
O, 15.1889, 15.5027, 19.5641
O, 14.9666, 13.2694, 20.9347
O, 19.3514, 2.9274, 20.396
O, 17.6576, 5.4807, 20.0076
O, 17.984, 7.8511, 19.0365
O, 18.7098, 15.7634, 19.8188
O, 19.2668, 13.6257, 21.2064
O, 21.5238, 4.0319, 18.3846
O, 21.6935, 17.4152, 19.8744
O, 20.9589, 6.3755, 19.389
O, 22.373, 12.9031, 20.8878
O, 23.5517, 15.2363, 20.5411
O, 25.7704, 15.3371, 22.038
O, 25.7473, 3.6232, 19.1051
O, 24.0507, 3.3327, 27.7173
O, 26.702, 4.7347, 22.7366
O, 24.1935, 5.0461, 22.1372
O, 26.6161, 11.5742, 19.7898
O, 25.6367, 13.8955, 19.9328
O, 15.6968, 15.5127, 24.5462
O, 32.5939, 17.385, 24.6822
O, 16.6812, 6.6823, 22.191
O, 31.4243, 3.9168, 21.1222
O, 25.5906, 13.5474, 28.8216
O, 19.9358, 12.8108, 23.6128
O, 22.0483, 13.2532, 25.1432
O, 29.7339, 10.7744, 22.259
O, 15.5708, 13.1129, 23.5207
O, 24.5883, 5.884, 27.7505
O, 20.5707, 16.9608, 25.0105
O, 21.7406, 4.3192, 21.1165
O, 18.4578, 6.9115, 25.1726
O, 18.6752, 9.4532, 25.3821
O, 26.002, 15.4022, 26.9532
O, 21.8743, 5.3496, 23.4521
O, 24.9864, 16.9253, 23.9671
O, 20.7435, 11.0463, 25.4185
O, 22.7426, 3.9817, 25.4772
O, 27.7274, 3.304, 24.7064
O, 29.1098, 3.7582, 22.4323
O, 27.8, 8.9698, 22.8406
O, 25.8442, 9.3848, 21.1786
O, 17.8075, 14.4017, 23.3176
O, 25.6596, 16.4977, 19.6276
O, 25.7291, 11.7668, 22.2681
O, 24.2504, 14.5506, 24.9311
O, 26.9645, 11.8036, 24.6038
O, 3.9588, 17.7125, 26.0483
O, 23.4397, 16.8373, 26.0134
O, 11.6012, 12.1781, 24.6502
O, 24.0702, 11.0226, 20.293
O, 22.5678, 16.0701, 23.6139
O, 19.009, 6.1152, 27.6526
O, 30.9334, 17.2249, 22.6042
O, 29.2121, 9.469, 31.1077
O, 30.1538, 8.1817, 22.3142
O, 17.7851, 11.7968, 27.3715
O, 21.5532, 17.9762, 27.3115
O, 27.0536, 15.4428, 24.3599
O, 20.4017, 4.5724, 29.2449
O, 4.9054, 15.4446, 26.7487
O, 28.4709, 8.8873, 27.4689
O, 16.569, 8.4587, 24.1059
O, 13.3683, 11.3569, 26.5248
O, 30.1067, 17.6722, 25.0585
O, 26.5476, 4.1244, 27.9238
O, 33.2472, 4.3668, 25.8105
O, 16.6644, 8.1755, 26.657
O, 20.1691, 15.3328, 22.9486
O, 26.0517, 8.0499, 27.8189
O, 23.4603, 8.2455, 27.4324
O, 28.027, 6.2836, 27.4938
O, 20.7383, 9.0523, 23.7254
O, 25.503, 9.6646, 23.7866
O, 15.8178, 7.8333, 29.1442
O, 26.0743, 5.8467, 20.4072
O, 27.1238, 17.4664, 22.533
O, 22.4514, 6.5951, 25.6398
O, 5.2926, 15.0768, 29.3217
O, 12.3826, 13.8581, 26.4988
O, 30.788, 9.9677, 27.7674
O, 14.6886, 3.8193, 31.455
O, 28.8394, 11.3215, 26.4802
O, 21.922, 10.4614, 21.7972
O, 27.8788, 13.7777, 26.1697
O, 32.2099, 13.5508, 25.8024
O, 18.1558, 14.269, 28.0615
O, 4.849, 7.267, 21.3503
O, 12.2524, 3.3153, 24.9345
O, 5.9276, 6.9761, 27.8677
O, 17.0114, 11.8167, 21.7169
O, 21.512, 6.696, 28.089
O, 17.0069, 13.6198, 25.7167
O, 21.0246, 8.6579, 26.3551
O, 5.5037, 4.7258, 29.2503
O, 5.7763, 8.7701, 25.8989
O, 30.9276, 12.6891, 23.554
O, 12.634, 6.2279, 27.8152
O, 22.3021, 8.5214, 19.3109
O, 25.7608, 7.1953, 22.6556
O, 11.7269, 5.4226, 23.3614
O, 28.2101, 16.5695, 26.3776
O, 20.4462, 8.3558, 21.1786
O, 5.4284, 8.8756, 23.2331
O, 32.3276, 11.2072, 21.7961
O, 12.8941, 16.5454, 26.4573
O, 6.3234, 9.2342, 20.6274
O, 24.3045, 11.9438, 24.482

Results
total energy: -216861.998 eV
total energy less fixed offsets of O -438.35, Si -107.03 eV per atom: -7.668 eV

Forces (eV/angstrom), in the order of the atoms: element, x, y, z
Si, 0.2687, -0.0511, 0.6055
Si, 0.0313, 0.066, 0.1809
Si, 0.1758, -0.0199, 0.6907
Si, 0.2944, -0.1494, 0.5787
Si, -0.1454, 0.0432, 0.6832
Si, -0.2953, -0.0483, 0.6149
Si, -0.0086, -0.0331, 0.2313
Si, -0.0221, 0.0862, 0.1673
Si, 0.3041, 0.1272, 0.6962
Si, 0.3394, -0.2683, 0.4838
Si, 0.136, 0.1066, 0.1182
Si, 0.2519, -0.1366, 0.7315
Si, -0.392, 0.2144, 0.5767
Si, -0.4014, -0.0604, 0.4366
Si, -0.1308, -0.0696, 0.0499
Si, -0.2587, 0.0818, 0.6202
Si, -0.1288, -0.0096, 0.1883
Si, -0.0007, -0.0255, 0.0315
Si, -0.2076, -0.0312, 0.6928
Si, -0.1925, -0.014, 0.792
Si, -0.0116, 0.0076, 0.0054
Si, 0.0035, 0.0169, 0.0625
Si, 0.2585, -0.0821, 0.569
Si, 0.0225, 0.0478, 0.0146
Si, 0.001, -0.0614, -0.0019
Si, -0.0524, 0.0097, 0.0695
Si, 0.0172, -0.0517, -0.0611
Si, -0.0345, 0.0335, 0.0271
Si, -0.0448, 0.0026, 0.0174
Si, 0.1887, -0.047, 0.5659
Si, 0.0335, 0.016, 0.0322
Si, 0.0029, -0.019, 0.0398
Si, 0.0356, 0.0003, -0.0727
Si, 0.0129, -0.0018, -0.1002
Si, 0.0247, 0.0217, -0.1062
Si, 0.0244, -0.0619, -0.1006
Si, -0.0051, 0.0045, -0.0736
Si, -0.0198, -0.0159, -0.0854
Si, -0.0286, -0.0576, -0.0392
Si, 0.0728, -0.024, 0.0292
Si, -0.0128, 0.0103, -0.0862
Si, 0.024, 0.0029, -0.0926
Si, -0.1666, 0.0241, 0.5956
Si, -0.0082, 0.0279, 0.0021
Si, -0.0119, 0.0173, -0.0629
Si, -0.0298, 0.0068, -0.0857
Si, -0.0045, 0.0111, -0.0826
Si, -0.029, 0.023, -0.0509
Si, 0.0049, -0.0272, -0.0544
Si, -0.0121, 0.0133, -0.0525
Si, -0.0056, 0.0002, -0.0226
Si, -0.0112, 0.006, -0.0274
Si, -0.0097, -0.0187, 0.041
Si, 0.0054, 0.0063, 0.0282
Si, -0.0244, 0.0037, 0.0219
Si, -0.0051, 0.0238, 0.0431
Si, 0.0104, -0.002, -0.0567
Si, -0.0056, 0.0245, -0.0124
Si, 0.0083, -0.0169, -0.0358
Si, 0.0145, -0.0283, -0.1024
Si, 0.0077, 0.006, 0.033
Si, 0.0036, -0.016, 0.026
Si, 0.0006, 0.0422, 0.0325
Si, -0.0178, -0.0314, 0.047
Si, -0.002, -0.0101, 0.0411
Si, -0.0041, -0.0001, 0.0206
Si, -0.0007, 0.0168, 0.019
Si, 0.0255, -0.0012, 0.0519
Si, 0.0086, -0.0085, -0.0053
Si, 0.0044, 0.0027, -0.0284
Si, 0.0121, 0.0185, -0.0053
Si, 0.0136, -0.0015, -0.0077
Si, -0.0077, 0.0006, 0.022
Si, -0.0083, 0.0402, -0.0073
Si, -0.0021, -0.017, 0.0327
Si, 0.0091, -0.0157, 0.0042
Si, 0.0103, -0.0006, -0.0327
Si, -0.0021, 0.0119, -0.0018
Si, -0.0024, -0.0024, -0.0235
Si, -0.0095, -0.0084, 0.0077
Si, 0.0191, 0.0002, 0.0213
Si, 0.0358, -0.0095, 0.0244
Si, 0.02, 0.0069, 0.0142
Si, -0.0031, 0.0105, 0.0192
Si, -0.0384, -0.0089, 0.028
Si, -0.0408, 0.0105, 0.0301
Si, -0.0246, -0.0109, 0.0337
Si, -0.0398, 0.0022, 0.0228
Si, 0.0255, -0.0162, 0.0216
Si, 0.0506, 0.0157, 0.0237
Si, 0.0213, 0.0027, 0.0264
Si, 0.0373, 0.0012, 0.0169
Si, -0.0224, 0.0039, 0.015
Si, -0.0238, -0.0067, 0.0221
Si, -0.0276, -0.007, 0.0184
Si, -0.027, 0.0049, 0.0232
Si, 0.0366, 0.0079, -0.0023
Si, 0.0131, 0.0169, -0.0175
Si, -0.0064, 0.0134, -0.0159
Si, 0.0091, 0.0101, -0.0085
Si, -0.0083, 0.0039, -0.0294
Si, -0.0017, 0.0255, -0.0227
Si, 0.0142, -0.0019, -0.0129
Si, 0.0033, -0.0035, -0.0148
Si, -0.0103, 0.0039, -0.0137
Si, 0.01, 0.0003, -0.0377
Si, -0.003, -0.0154, -0.0206
Si, -0.0023, -0.0107, -0.0212
Si, 0.003, 0.0087, -0.0183
Si, -0.0148, -0.0275, -0.0161
Si, -0.0096, 0.0126, -0.0296
Si, -0.0141, -0.0163, -0.0294
Si, -0.0267, -0.011, 0.0718
Si, -0.0319, 0.0388, 0.0126
Si, -0.0045, -0.0016, -0.0119
Si, -0.0316, -0.0424, -0.0116
Si, 0.0064, 0.0041, 0
Si, 0.0111, 0.012, 0.0355
Si, -0.0158, -0.0201, 0.0171
Si, -0.0192, -0.0255, 0.0324
Si, 0.0036, 0.0118, 0.0606
Si, 0.001, -0.0625, 0.0182
Si, -0.01, 0.0109, 0.0155
Si, 0.0394, 0.0302, 0.0128
Si, -0.0422, -0.0251, -0.025
Si, -0.0245, 0.0426, 0.016
Si, 0.0051, 0.0089, -0.0309
Si, 0.0065, -0.0207, 0.0262
Si, -0.0248, 0.0246, 0.0011
Si, 0.0105, -0.05, 0.0369
Si, -0.0128, 0.0345, -0.0174
Si, -0.0056, 0.0409, -0.0484
Si, 0.0164, -0.0296, 0.0093
Si, -0.0243, 0.0354, -0.0227
Si, -0.0319, 0.0201, -0.0296
Si, 0.0181, 0.0192, -0.0331
Si, -0.002, -0.0079, -0.0411
Si, -0.0527, -0.0174, -0.0677
Si, 0.015, -0.0251, -0.0293
Si, -0.0136, 0.0169, -0.0462
Si, 0.0038, -0.0531, -0.0124
Si, 0.0361, 0.0124, -0.0226
Si, -0.0458, 0.0048, -0.0837
Si, 0.0389, -0.022, -0.0303
Si, 0.0718, -0.0076, 0.0454
Si, -0.0076, -0.0294, 0.0431
Si, 0.0724, 0.0013, 0.0024
Si, -0.0369, -0.0085, 0.0305
Si, -0.0507, -0.0517, 0.0387
Si, 0.0396, -0.0501, 0.0322
Si, 0.0426, -0.3851, -0.6206
Si, 0.0174, 0.0155, 0.0351
Si, 0.0297, -0.0256, 0.0573
Si, 0.049, 0.0498, 0.0681
Si, 0.0186, 0.0548, 0.0254
Si, 0.0227, -0.021, 0.0623
Si, 0.0263, 0.0292, -0.0151
Si, -0.0585, 0.0384, 0.0498
Si, -0.201, 0.0649, -0.6084
Si, 0.014, -0.0541, 0.0512
Si, 0.0021, 0.0097, -0.0595
Si, 0.0317, 0.0209, 0.03
Si, 0.4727, -0.0544, -0.3626
Si, -0.2381, 0.1482, -0.732
Si, 0.0312, 0.0097, 0.0199
Si, 0.0362, -0.0054, -0.0809
Si, -0.0511, 0.0322, 0.0221
Si, 0.3536, 0.0701, -0.7683
Si, -0.4877, -0.2529, -0.2231
Si, -0.0771, 0.0054, 0.0513
Si, 0.2498, 0.0263, -0.6152
Si, 0.2534, 0.0923, -0.6557
Si, 0.476, 0.1662, -0.4729
Si, -0.152, -0.0575, -0.7069
Si, -0.0101, 0.0334, 0.1177
Si, -0.0057, 0.0527, -0.7252
Si, 0.0443, -0.0092, -0.0799
Si, 0.0426, -0.0479, -0.0387
Si, -0.0192, -0.0736, -0.1446
Si, -0.3221, 0.0498, -0.6348
Si, 0.4111, 0.1986, -0.6308
Si, 0.0044, 0.2982, -0.5087
Si, -0.4423, 0.0623, -0.3966
Si, 0.0075, 0.0027, -0.1273
Si, 0.0429, 0.1546, -0.597
Si, 0.0309, -0.3857, -0.524
Si, -0.0429, 0.0723, -0.1224
Si, 0.0195, -0.0245, -0.0732
Si, 0.068, -0.0789, -0.0032
Si, 0.0223, 0.0005, -0.2099
Si, -0.0133, -0.0076, -0.1145
Si, -0.0183, 0.0055, 0.0711
Si, -0.0421, -0.0357, 0.0072
Si, -0.034, 0.0147, 0.0886
Si, 0.0308, -0.0151, -0.0217
Si, 0.0105, -0.0864, -0.1839
Si, 0.098, -0.0082, -0.0695
Si, 0.0664, 0.0898, -0.243
Si, 0.0373, 0.0055, -0.0568
Si, 0.0679, -0.1013, -0.243
Si, 0.0531, 0.0538, 0.0116
Si, -0.0881, -0.2325, -0.0194
Si, -0.0935, 0.0642, 0.0659
Si, -0.0275, 0.0572, -0.0098
Si, 0.0952, -0.0575, -0.1388
Si, 0.013, 0.0413, -0.0253
Si, -0.0287, -0.0636, -0.0186
Si, 0.2106, -0.0737, 0.0438
Si, 0.0033, -0.0139, -0.0055
Si, 0.0519, 0.0873, 0.2652
Si, -0.1014, -0.0076, -0.1192
Si, -0.0104, 0.0109, -0.0633
Si, 0.0045, 0.0454, -0.0615
Si, 0.0126, -0.0877, -0.1687
Si, -0.1328, -0.0845, 0.0217
Si, -0.0617, 0.0721, -0.0375
Si, 0.0776, -0.0496, 0.0976
Si, -0.0832, 0.0287, 0.1153
Si, -0.0011, 0.0841, 0.0254
Si, 0.086, 0.0554, 0.0794
Si, -0.0149, 0.1223, -0.0667
Si, 0.0334, -0.0602, -0.1058
Si, -0.0238, -0.0413, -0.0719
Si, -0.1464, 0.0239, 0.0272
Si, 0.0749, 0.0346, -0.137
Si, 0.0364, -0.0786, 0.0171
Si, 0.1512, -0.0319, -0.0358
Si, 0.0373, 0.0161, 0.0748
Si, -0.0376, -0.0702, 0.129
Si, -0.0465, 0.019, 0
Si, -0.0701, -0.0504, -0.0646
Si, 0.0699, -0.0245, 0.1248
Si, 0.1173, 0.028, 0.0853
Si, -0.0312, 0.1088, 0.1508
Si, 0.0065, -0.0036, 0.1038
Si, 0.028, 0.1261, 0.1459
Si, -0.0059, -0.0403, 0.0177
Si, -0.0095, 0.0582, 0.1255
Si, 0.0514, 0.0709, 0.061
Si, -0.0291, 0.0176, 0.1303
Si, 0.1674, -0.0787, 0.6845
Si, 0.0178, 0.0694, 0.159
Si, 0.1923, -0.0499, 0.6864
Si, 0.2386, -0.1759, 0.603
Si, -0.1701, -0.0923, 0.6784
Si, -0.3039, -0.0614, 0.6015
Si, -0.0343, -0.0294, 0.1995
Si, -0.2329, 0.0815, 0.6733
Si, 0.2374, 0.1824, 0.5739
Si, 0.3118, -0.1588, 0.5254
Si, 0.0589, 0.1094, 0.1776
Si, 0.0654, -0.1253, 0.0897
Si, -0.1109, 0.009, 0.1316
Si, -0.4241, -0.0742, 0.4637
Si, -0.1353, -0.0809, 0.0753
Si, 0.0041, 0.0526, 0.2189
Si, -0.0311, -0.0556, 0.1748
Si, -0.0128, -0.0073, 0.038
Si, -0.2432, 0.0015, 0.6674
Si, -0.0106, -0.0174, -0.0024
Si, -0.0061, 0.0117, -0.0807
Si, -0.0003, -0.0151, 0.055
Si, 0.2474, -0.0956, 0.6151
Si, 0.1137, 0.1782, 0.6929
Si, -0.2497, 0.026, 0.6694
Si, -0.0165, 0.0188, 0.0609
Si, 0.037, -0.0107, -0.081
Si, -0.1362, -0.0877, 0.7709
Si, 0.0011, 0.0149, 0.0312
Si, 0.1608, -0.0092, 0.6085
Si, 0.0351, 0.0243, 0.0312
Si, -0.048, -0.027, 0.0734
Si, 0.0337, 0.0085, -0.0632
Si, -0.0042, -0.0257, -0.0944
Si, 0.0155, 0.0122, -0.0888
Si, 0.0018, -0.0105, -0.0937
Si, -0.0159, -0.0102, -0.0824
Si, -0.0198, 0.0153, -0.0957
Si, -0.0339, -0.0281, -0.0585
Si, 0.0537, -0.0069, 0.0436
Si, -0.0292, -0.0307, -0.1025
Si, 0.0124, -0.0032, -0.0956
Si, -0.1448, 0.0301, 0.638
Si, 0.0179, -0.0196, -0.0839
Si, -0.0214, 0.0185, -0.077
Si, -0.0245, 0.0017, -0.0706
Si, -0.0212, 0.0435, -0.0487
Si, -0.014, -0.0263, -0.06
Si, -0.0075, -0.0118, -0.0272
Si, -0.0153, 0.0083, -0.0345
Si, 0.0019, -0.0115, -0.0344
Si, -0.0016, 0.0181, -0.0247
Si, 0.0013, -0.002, 0.0423
Si, 0.0114, 0.0001, 0.0341
Si, -0.0218, 0.0048, 0.0129
Si, -0.0126, 0.0158, 0.0255
Si, -0.0113, -0.0275, -0.0549
Si, 0.0052, 0.0335, -0.0278
Si, 0.0155, 0.0093, -0.0089
Si, -0.0194, -0.0306, -0.0462
Si, -0.0013, 0.0088, 0.0365
Si, -0.0159, -0.0026, 0.0319
Si, -0.0152, 0.0167, 0.0187
Si, -0.0126, 0.004, 0.0413
Si, 0.0078, -0.0045, 0.0325
Si, -0.0026, 0.0047, 0.0187
Si, -0.0016, 0.0083, 0.01
Si, 0.0058, -0.0025, 0.0298
Si, -0.0063, -0.0096, 0.0068
Si, -0.0141, -0.0031, -0.0289
Si, 0.0098, 0.0144, -0.0072
Si, 0.0118, -0.005, -0.0125
Si, -0.0068, -0.0247, 0.0321
Si, -0.0077, 0.0132, -0.003
Si, 0.0156, 0.0251, 0.0284
Si, -0.0012, -0.0044, 0.0505
Si, -0.0031, -0.0095, -0.0139
Si, 0.0032, 0.0074, -0.0162
Si, 0.0062, 0.0065, -0.0119
Si, -0.0039, -0.0123, -0.0038
Si, 0.0187, 0.017, 0.0223
Si, 0.0358, -0.0056, 0.0256
Si, 0.0183, -0.0053, 0.0322
Si, 0.0196, 0.0074, 0.0221
Si, -0.0333, -0.0074, 0.0241
Si, -0.0357, 0.0095, 0.0288
Si, -0.0233, 0.0029, 0.0301
Si, -0.0099, 0.004, 0.0112
Si, 0.018, -0.0146, 0.0219
Si, 0.0449, 0.0096, 0.0264
Si, 0.0235, -0.0025, 0.0307
Si, 0.0131, -0.0017, 0.0074
Si, -0.0252, 0.0058, 0.0322
Si, -0.0277, -0.0031, 0.0256
Si, -0.0389, -0.0109, 0.0224
Si, -0.0218, 0.006, 0.0235
Si, 0.0327, 0.0051, -0.0142
Si, 0.0214, -0.0096, -0.0166
Si, 0.0044, -0.0019, -0.0003
Si, 0.0176, 0.0159, -0.0071
Si, -0.0053, -0.0155, -0.0301
Si, 0.0006, -0.0066, -0.009
Si, 0.0043, 0.0043, -0.0089
Si, -0.0006, -0.0005, -0.0216
Si, -0.02, -0.0062, -0.0105
Si, -0.0143, 0.0205, -0.0219
Si, -0.0129, -0.0242, -0.0176
Si, -0.0008, -0.023, -0.0376
Si, 0.0105, 0.0074, -0.0173
Si, 0.0063, -0.0135, -0.014
Si, 0.0041, 0.0127, -0.0148
Si, -0.0001, 0.0151, -0.0301
Si, -0.0316, 0.0178, 0.0816
Si, -0.0014, 0.0512, 0.0127
Si, -0.0197, -0.0166, -0.0037
Si, 0.0048, -0.0478, -0.0072
Si, -0.0109, -0.0076, -0.0064
Si, 0.023, 0.0145, 0.0121
Si, -0.0028, -0.0021, -0.002
Si, -0.0145, -0.0125, 0.0334
Si, 0.0216, 0.0086, 0.0588
Si, 0.031, -0.0183, -0.0039
Si, 0.0017, 0.0027, 0.0351
Si, 0.0208, 0.015, 0.0034
Si, -0.0171, -0.0253, 0.0134
Si, -0.0206, -0.0039, 0.0138
Si, -0.0211, 0.0227, 0.0065
Si, -0.0073, 0.0039, 0.0122
Si, -0.0265, 0.0279, 0.0151
Si, 0.0166, -0.0593, -0.028
Si, 0.0086, -0.0071, -0.0492
Si, -0.0283, -0.0009, -0.0327
Si, 0.0066, -0.0329, 0.0133
Si, -0.0245, 0.0282, -0.0133
Si, -0.015, -0.0246, -0.0398
Si, 0.0316, 0.0306, -0.0138
Si, -0.0405, -0.0262, -0.0228
Si, -0.02, 0.0286, -0.05
Si, 0.0339, -0.0371, -0.0642
Si, -0.0177, 0.0059, -0.0556
Si, 0.0486, -0.0156, -0.0249
Si, 0.0055, 0.0275, -0.0057
Si, -0.0328, -0.0167, -0.0613
Si, 0.0094, -0.0184, -0.0317
Si, 0.0582, -0.0117, 0.0418
Si, 0.0329, 0.0238, 0.0187
Si, -0.0535, -0.0235, -0.7565
Si, 0.0142, 0.0071, 0.0351
Si, -0.0336, -0.0777, -0.0051
Si, 0.0128, -0.0139, 0.0383
Si, 0.5038, -0.0464, -0.3498
Si, -0.0297, -0.0045, -0.0187
Si, -0.0232, 0.0069, 0.0244
Si, 0.0308, 0.0232, 0.0601
Si, -0.0198, 0.0157, -0.0227
Si, -0.0365, 0.0379, 0.0272
Si, -0.0022, -0.0083, 0.0268
Si, -0.0612, 0.0358, 0.0402
Si, -0.2329, 0.1287, -0.6095
Si, 0.0265, -0.0496, 0.0963
Si, -0.0754, -0.0145, 0.0438
Si, 0.0083, -0.0077, 0.056
Si, -0.0543, -0.052, -0.7096
Si, -0.2849, 0.1396, -0.6673
Si, 0.006, 0.0214, -0.0418
Si, -0.0685, 0.0051, -0.0309
Si, 0.0085, 0.0223, -0.0126
Si, 0.3875, 0.0679, -0.7366
Si, 0.1186, -0.0427, -0.0593
Si, -0.0009, 0.0198, -0.045
Si, 0.1159, -0.0355, 0.0622
Si, 0.2837, -0.0617, -0.5444
Si, -0.0674, -0.0883, -0.802
Si, -0.0335, -0.051, -0.0658
Si, 0.0362, -0.0008, 0.1026
Si, 0.0953, -0.0149, -0.7705
Si, 0.0209, 0.0605, -0.1373
Si, 0.3562, -0.1614, -0.5461
Si, -0.1468, -0.01, -0.7244
Si, -0.2414, 0.1203, -0.6043
Si, 0.2579, 0.1796, -0.5716
Si, 0.6211, -0.1096, -0.3513
Si, 0.0539, 0.0789, 0.0261
Si, -0.065, 0.0167, -0.1446
Si, 0.0087, -0.4369, -0.5246
Si, 0.2622, 0.3879, -0.6036
Si, 0.0061, -0.0636, -0.1415
Si, 0.1294, -0.1371, -0.2122
Si, 0.0719, -0.0314, -0.0083
Si, -0.1809, 0.3118, -0.5834
Si, 0.0099, 0.0416, -0.0926
Si, -0.0604, 0.0162, 0.0235
Si, -0.0192, -0.0334, -0.027
Si, -0.073, 0.0083, 0.0295
Si, 0.1054, 0.0043, -0.0334
Si, 0.0123, -0.0248, -0.1926
Si, 0.0688, -0.0351, -0.0779
Si, -0.0634, -0.0129, -0.1845
Si, -0.0225, 0.0039, 0.0197
Si, -0.0817, -0.0423, -0.1569
Si, -0.082, 0.0003, -0.0553
Si, -0.0223, -0.1357, -0.1112
Si, -0.0962, 0.0114, 0.0913
Si, -0.0002, 0.0158, 0.0223
Si, -0.0444, 0.0515, -0.2106
Si, 0.0016, 0.0218, 0.0492
Si, 0.0158, 0.1376, -0.1328
Si, 0.0188, -0.1015, 0.008
Si, 0.0311, -0.0678, 0.0103
Si, -0.0267, 0.0858, 0.0601
Si, -0.1073, 0.0605, -0.0316
Si, -0.0499, -0.0422, -0.0707
Si, 0.057, 0.1683, -0.0491
Si, 0.0047, 0.0016, -0.1145
Si, -0.1044, -0.049, 0.046
Si, -0.0841, -0.0499, -0.0207
Si, 0.0247, 0.0139, -0.0042
Si, -0.0538, 0.0354, 0.1231
Si, 0.0249, 0.034, 0.0011
Si, -0.0085, 0.1059, 0.0599
Si, 0.0611, 0.1093, -0.0506
Si, 0.0306, -0.1262, -0.1041
Si, -0.0476, 0.0649, 0.0717
Si, -0.1435, -0.008, -0.0043
Si, -0.0914, -0.0931, -0.0478
Si, 0.0058, 0.0054, 0.0316
Si, -0.1081, 0.0072, 0.0141
Si, 0.0892, -0.0211, 0.0489
Si, -0.0051, -0.0606, 0.1647
Si, -0.066, 0.0694, -0.0582
Si, -0.069, 0.0836, -0.1493
Si, 0.0552, -0.0535, 0.1506
Si, 0.0687, 0.0029, 0.1021
Si, -0.1064, 0.0283, -0.0047
Si, -0.0024, -0.0105, 0.107
Si, -0.0154, 0.1401, 0.0623
Si, -0.0544, 0.0212, 0.015
Si, -0.0317, 0.063, 0.0952
Si, -0.0126, -0.0019, 0.0578
Si, -0.0986, 0.1012, 0.0564
Si, -0.005, 0.0043, -0.009
Si, -0.0121, -0.0061, -0.0088
Si, -0.0125, 0.0038, -0.0107
Si, -0.0052, -0.0064, -0.0136
Si, 0.0173, -0.0001, -0.005
Si, 0.0069, -0.0037, -0.0043
Si, 0.0124, 0.0028, -0.0114
Si, 0.0107, 0.0015, -0.0089
Si, -0.0222, -0.0062, -0.0008
Si, -0.0137, 0.0002, -0.0058
Si, -0.0032, -0.0043, -0.0088
Si, -0.0082, 0.0104, -0.0061
Si, 0.0023, -0.0134, -0.0093
Si, 0.0168, 0.0083, -0.0062
Si, 0.0113, -0.0106, -0.0084
Si, 0.0095, 0.0023, -0.0111
Si, -0.009, -0.0033, -0.0132
Si, -0.0066, -0.0145, -0.0093
Si, -0.0134, 0.0061, -0.0112
Si, -0.0057, -0.0058, -0.0141
Si, 0.0135, 0.0097, -0.0136
Si, 0.0148, -0.0021, -0.0068
Si, 0.0208, -0.0027, -0.0147
Si, 0.0063, -0.0034, -0.0143
Si, -0.0187, 0.0058, -0.0085
Si, -0.0339, 0.0019, -0.012
Si, -0.0148, 0.0044, -0.0127
Si, -0.0118, -0.0071, -0.0134
Si, 0.0093, -0.0081, -0.0122
Si, 0.022, -0.0054, -0.0083
Si, 0.0251, 0.0032, -0.009
Si, 0.0131, 0.0022, -0.0142
Si, 0.0016, 0.0046, 0.0169
Si, 0.0029, 0.0091, 0.0212
Si, 0.0093, -0.0056, 0.0209
Si, 0.003, -0.0051, 0.0152
Si, -0.0036, 0.0047, 0.0083
Si, -0.006, -0.0034, 0.0041
Si, -0.0039, 0.0041, 0.0022
Si, -0.0029, 0.0009, 0.0042
Si, 0.0009, -0.0058, 0.0176
Si, 0.0033, 0.0084, 0.0182
Si, -0.0035, 0.0016, 0.0233
Si, -0.0021, -0.0064, 0.0203
Si, 0.0043, 0.0037, 0.0027
Si, 0.0017, -0.0052, 0.0044
Si, 0.0029, -0.0095, 0.005
Si, -0.0005, -0.0085, 0.0005
Si, -0.0037, 0, 0.0148
Si, -0.0032, 0.0099, 0.0206
Si, -0.0015, 0.003, 0.027
Si, -0.0014, -0.0033, 0.0203
Si, -0.0018, 0.0077, 0.0052
Si, -0.0014, 0.0095, 0.0071
Si, -0.0009, -0.0013, 0.0061
Si, 0.0006, 0.0056, 0.0035
Si, 0.0029, -0.0058, 0.0152
Si, 0.0053, 0.0044, 0.0213
Si, -0.0035, -0.006, 0.024
Si, 0.0011, 0.002, 0.0126
Si, 0.0017, -0.0003, -0.0014
Si, 0, 0.003, 0.0037
Si, -0.0024, -0.0085, 0.0065
Si, -0.0013, -0.0026, 0.0016
Si, 0.0042, 0.0025, -0.0144
Si, -0.0106, -0.0005, -0.0092
Si, -0.001, 0.0015, -0.0118
Si, -0.0095, 0.0008, -0.0147
Si, 0.0028, -0.0019, -0.0148
Si, 0.0069, 0.0038, -0.0207
Si, -0.0004, -0.0033, -0.0163
Si, 0.0027, -0.0007, -0.0166
Si, -0.0037, 0.0013, -0.01
Si, 0.0065, -0.0013, -0.0043
Si, 0.0056, 0.0025, -0.0033
Si, -0.0044, -0.0061, -0.0047
Si, -0.0019, 0.0051, -0.0183
Si, -0.0012, 0.0028, -0.0137
Si, -0.0014, -0.0003, -0.0165
Si, -0.0034, -0.0022, -0.0176
Si, 0.0076, 0.004, -0.0181
Si, 0.0014, -0.0029, -0.0113
Si, 0.0082, -0.0024, -0.0114
Si, -0.0049, -0.0048, -0.0192
Si, -0.0005, -0.0038, -0.0157
Si, -0.0032, 0.0014, -0.0153
Si, 0.0019, -0.0068, -0.0178
Si, -0.0001, 0, -0.0197
Si, -0.0054, 0.0051, -0.0096
Si, -0.0001, 0.0006, -0.0049
Si, 0.0022, 0.0002, -0.0076
Si, -0.0012, -0.0011, -0.0083
Si, -0.0016, 0.0061, -0.0179
Si, 0.0067, 0.0025, -0.0135
Si, 0.0017, 0.0002, -0.0158
Si, 0.003, 0.0018, -0.0167
Si, 0.0154, -0.006, 0.0099
Si, 0.0211, -0.0023, 0.0195
Si, 0.0178, -0.0005, 0.0182
Si, 0.0091, 0.0006, 0.0132
Si, -0.0191, 0.0024, 0.016
Si, -0.0158, 0.0007, 0.0146
Si, -0.0079, 0.0002, 0.0161
Si, -0.0126, 0.0008, 0.0132
Si, -0.0006, -0.0002, 0.013
Si, 0.0064, -0.0016, 0.0119
Si, 0.0002, -0.0002, 0.0146
Si, -0.0027, 0.0044, 0.0167
Si, 0.0023, -0.0036, 0.0121
Si, -0.0062, -0.0044, 0.0185
Si, -0.0072, -0.0039, 0.0184
Si, -0.0042, 0.0021, 0.0148
Si, 0.013, -0.0078, 0.0089
Si, 0.0151, -0.0022, 0.0141
Si, 0.0153, -0.0021, 0.0166
Si, 0.0198, 0.0027, 0.0129
Si, -0.0178, 0.0053, 0.0165
Si, -0.016, 0.003, 0.018
Si, -0.0146, 0.0026, 0.0186
Si, -0.0121, 0.0029, 0.0128
Si, 0.0029, 0.0031, 0.0127
Si, 0.0064, -0.0003, 0.0146
Si, 0.0003, 0.0028, 0.0152
Si, 0.0033, 0.005, 0.016
Si, -0.0002, -0.0018, 0.0111
Si, -0.0027, -0.0055, 0.0148
Si, -0.0047, -0.001, 0.0187
Si, -0.008, 0.0007, 0.0126
Si, -0.0138, 0.0022, -0.0226
Si, -0.0224, 0.0066, -0.021
Si, -0.0161, -0.0012, -0.0132
Si, -0.015, 0.0098, -0.0161
Si, 0.0175, -0.0008, -0.0151
Si, 0.0214, 0.0006, -0.0142
Si, 0.0179, -0.0006, -0.0149
Si, 0.0057, -0.0015, -0.0171
Si, -0.0034, -0.0014, -0.0125
Si, -0.0072, 0.0014, -0.0118
Si, -0.0079, -0.0025, -0.0139
Si, -0.003, -0.0056, -0.0108
Si, 0.0055, 0.0014, -0.0136
Si, 0.007, 0.0004, -0.0114
Si, 0.013, -0.0012, -0.008
Si, 0.0106, -0.0045, -0.0081
Si, -0.0168, 0.0001, -0.0237
Si, -0.0142, 0.0009, -0.0184
Si, -0.0152, -0.0037, -0.013
Si, -0.0166, 0.0019, -0.0134
Si, 0.0174, -0.0042, -0.0194
Si, 0.019, 0.0009, -0.0159
Si, 0.0178, -0.0036, -0.0153
Si, 0.0117, -0.0012, -0.0219
Si, -0.0111, -0.0009, -0.0114
Si, -0.0108, 0.0013, -0.0113
Si, -0.0119, -0.0025, -0.0118
Si, -0.0043, -0.0061, -0.013
Si, 0.0092, 0.0035, -0.0132
Si, 0.0071, 0.0031, -0.0107
Si, 0.0085, 0.0008, -0.009
Si, 0.0113, 0.0043, -0.0091
Si, -0.0296, -0.0038, 0.0109
Si, -0.0038, -0.007, 0.0157
Si, 0.0006, 0.0078, 0.0208
Si, 0.0047, -0.0028, 0.0088
Si, -0.0116, 0.0048, 0.0149
Si, -0.0052, 0.0015, 0.0135
Si, 0.0041, -0.0047, 0.0149
Si, -0.011, 0.0033, 0.0212
Si, -0.0035, -0.0049, 0.0154
Si, 0.0015, -0.0018, 0.0104
Si, -0.0037, 0.0002, 0.0151
Si, -0.0093, 0.0051, 0.0135
Si, 0.0205, 0.0024, 0.0088
Si, 0.0117, -0.0042, 0.0188
Si, 0.0035, -0.0012, 0.0161
Si, 0.011, -0.0001, 0.0219
Si, -0.0162, -0.0009, 0.0112
Si, -0.0063, -0.006, 0.0142
Si, 0.0021, 0.0049, 0.0186
Si, 0.0197, 0.0007, 0.0098
Si, -0.0066, 0.0081, 0.0141
Si, -0.0092, 0.0014, 0.0175
Si, -0.0024, -0.0025, 0.0193
Si, -0.0156, 0.0043, 0.02
Si, 0.0047, -0.0018, 0.0152
Si, 0.0046, -0.0007, 0.0145
Si, -0.0006, 0.0009, 0.0216
Si, -0.0109, 0.0049, 0.0148
Si, 0.0083, 0.0016, 0.0071
Si, 0.0279, -0.0067, 0.018
Si, 0.0112, -0.0033, 0.0185
Si, 0.0109, -0.0032, 0.0186
Si, 0.0135, -0.0025, -0.0154
Si, 0.0065, 0.0081, -0.0084
Si, 0.0042, 0.0139, -0.0157
Si, 0.0044, -0.0018, -0.0157
Si, 0.001, 0.0028, -0.0201
Si, 0.0036, 0.0003, -0.019
Si, -0.0012, -0.021, -0.0134
Si, 0.0073, 0.003, -0.0131
Si, 0.0011, -0.0017, -0.0232
Si, -0.0071, -0.0017, -0.0226
Si, 0.0021, -0.0084, -0.0104
Si, 0.0031, 0.0013, -0.0108
Si, -0.0039, -0.0094, -0.0164
Si, 0.0022, -0.005, -0.0169
Si, -0.0007, -0.012, -0.0136
Si, -0.0073, 0.0167, -0.0152
Si, 0.0059, -0.0012, -0.0145
Si, 0.0033, -0.0011, -0.0128
Si, -0.0098, 0.0083, -0.0174
Si, 0.0012, 0.0004, -0.0163
Si, -0.002, -0.0025, -0.0224
Si, 0.0001, -0.0023, -0.0235
Si, -0.001, -0.0144, -0.0183
Si, 0.0029, -0.0036, -0.0175
Si, -0.0073, 0.0078, -0.0111
Si, -0.0058, -0.0097, -0.0172
Si, -0.002, 0.0022, -0.0119
Si, 0.0012, -0.0084, -0.011
Si, -0.0086, 0.0089, -0.0138
Si, -0.012, 0.0001, -0.0203
Si, 0.0037, 0.0066, -0.0155
Si, -0.0077, 0.0169, -0.0161
Si, -0.0358, -0.0128, 0.0183
Si, -0.017, 0.0028, 0.0223
Si, -0.0029, 0.0092, 0.0111
Si, -0.0205, -0.0016, 0.0138
Si, -0.0067, -0.0041, 0.0229
Si, 0.0155, -0.0118, 0.0259
Si, -0.0137, 0.0028, 0.0169
Si, -0.0181, 0.0054, 0.0236
Si, 0.0137, -0.0005, 0.0104
Si, 0.0118, -0.0035, 0
Si, 0.001, 0.0109, 0.0141
Si, 0.0176, 0.0006, 0.0099
Si, -0.0051, -0.0036, 0.0015
Si, -0.0168, -0.0034, 0.0015
Si, -0.0041, 0.0216, 0.0017
Si, 0.0031, -0.0081, -0.0002
Si, -0.0263, -0.0025, 0.0258
Si, -0.0246, 0.0046, 0.0252
Si, 0.0037, 0.0034, 0.0181
Si, -0.0176, -0.0065, 0.0226
Si, -0.0004, -0.0015, 0.0196
Si, 0.0158, -0.0017, 0.0267
Si, 0.0095, 0.0092, 0.0255
Si, 0.0021, 0.0009, 0.0229
Si, 0.0161, -0.0118, 0.0039
Si, 0.0179, 0.008, 0.0057
Si, -0.0044, -0.0022, 0.0046
Si, 0.0049, 0.013, 0.0043
Si, 0.0102, -0.0116, -0.0014
Si, -0.0116, -0.0058, 0.0022
Si, -0.0105, 0.0119, 0.0031
Si, -0.0113, 0.0102, -0.0061
O, 0.2851, 0.2148, -0.2433
O, -0.2674, 0.4501, -0.144
O, -0.0984, 0.4996, -0.0224
O, -0.1748, 0.0891, -0.2377
O, -0.055, -0.5754, 0.3505
O, 0.2823, 0.5078, -0.3052
O, 0.0216, 0.4976, -0.3844
O, -0.3003, -0.1538, -0.5882
O, -0.0471, -0.279, -0.0342
O, 0.031, 0.3614, -0.4892
O, 0.2509, 0.3139, -0.2123
O, -0.034, -0.4061, -0.0908
O, -0.3248, 0.312, -0.3051
O, -0.2761, 0.4688, 0.083
O, -0.0139, -0.3664, 0.1708
O, -0.1074, 0.155, 0.073
O, -0.1328, 0.3897, 0.0606
O, -0.261, -0.4505, 0.0666
O, 0.034, 0.2716, 0.4952
O, -0.1675, 0.414, 0.135
O, -0.1223, 0.1855, -0.3987
O, 0.2235, -0.4481, 0.1463
O, 0.0865, 0.3085, -0.152
O, -0.1274, -0.4616, 0.2017
O, 0.2915, -0.2521, 0.3659
O, -0.2523, 0.4335, 0.1054
O, 0.231, -0.5306, 0.4488
O, 0.2276, 0.557, 0.2257
O, -0.0899, 0.1506, 0.2337
O, -0.4211, 0.3126, -0.1634
O, -0.1165, 0.3211, 0.4305
O, 0.1774, 0.1423, 0.0168
O, 0.4237, 0.1385, -0.232
O, 0.66, -0.4939, 0.1293
O, 0.132, -0.5257, 0.1798
O, 0.3081, -0.1786, 0.0096
O, 0.4018, 0.2541, -0.2785
O, -0.2359, -0.1018, -0.4956
O, 0.5017, 0.3872, 0.0991
O, -0.2343, 0.0201, -0.2151
O, -0.3132, -0.2643, -0.1007
O, -0.0212, 0.2921, 0.5596
O, 0.2765, 0.4102, -0.4827
O, -0.0276, 0.2013, -0.4454
O, -0.1425, 0.0329, -0.3465
O, 0.4387, 0.3883, -0.0632
O, 0.075, -0.1669, 0.1773
O, 0.2046, -0.3697, 0.0328
O, -0.298, 0.2547, 0.0803
O, 0.1357, -0.3601, -0.3891
O, 0.2623, -0.0248, -0.4221
O, -0.0815, -0.324, -0.4422
O, 0.431, -0.0892, 0.1413
O, -0.5545, -0.255, 0.1351
O, -0.2837, 0.0496, 0.348
O, -0.4403, 0.2191, -0.103
O, -0.1275, -0.0081, -0.1626
O, 0.1, -0.5389, -0.2201
O, 0.0382, -0.4165, -0.2628
O, -0.6541, 0.2524, 0.0346
O, -0.2109, -0.0966, 0.1825
O, -0.3107, 0.4098, 0.1495
O, 0.1387, 0.5939, -0.1217
O, 0.2206, 0.5548, 0.1127
O, -0.0088, -0.0951, 0.4258
O, 0.2164, 0.2777, 0.0927
O, -0.2798, 0.2691, 0.2501
O, 0.11, 0.6258, -0.2063
O, 0.4996, -0.438, 0.1568
O, -0.4093, -0.3502, -0.2453
O, -0.1893, -0.6346, 0.1572
O, 0.328, -0.2717, 0.4187
O, -0.0776, 0.5789, -0.0302
O, 0.034, -0.1945, 0.6181
O, -0.2036, 0.3734, -0.503
O, 0.1929, -0.0991, 0.2283
O, -0.1664, -0.0755, 0.3696
O, -0.135, -0.2879, 0.4304
O, -0.6001, -0.0558, -0.005
O, 0.0845, 0.1647, 0.6456
O, 0.1833, -0.3058, -0.0211
O, -0.4795, -0.1511, 0.2397
O, -0.333, -0.0542, -0.1223
O, 0.3326, -0.0976, -0.1634
O, 0.0624, -0.2762, 0.612
O, 0.4278, -0.1707, 0.1716
O, 0.503, -0.3686, 0.1425
O, 0.4923, -0.1291, -0.1247
O, -0.0193, -0.0856, 0.4688
O, -0.1651, 0.1949, 0.1242
O, -0.1943, 0.1209, 0.1293
O, -0.4606, -0.2839, -0.4949
O, 0.2675, 0.0588, 0.1068
O, -0.3998, 0.112, -0.0018
O, 0.4692, -0.1161, -0.4775
O, -0.1727, 0.3289, 0.2289
O, -0.1525, 0.6787, 0.0144
O, -0.3327, -0.1025, -0.3235
O, -0.4603, 0.0804, 0.2169
O, 0.2841, 0.0397, -0.1165
O, 0.5085, 0.0546, -0.0383
O, -0.1262, -0.025, 0.1364
O, -0.7024, 0.3454, 0.1116
O, 0.2561, -0.141, 0.3776
O, -0.4117, -0.3644, -0.389
O, 0.038, 0.0947, 0.1178
O, 0.1316, -0.2893, -0.1888
O, 0.0606, 0.5037, 0.0645
O, -0.513, 0.0894, -0.124
O, -0.1116, 0.0628, -0.1231
O, 0.1688, 0.2606, 0.5024
O, 0.3657, -0.2306, 0.5717
O, 0.6, 0.2513, -0.244
O, 0.2792, 0.4227, -0.0807
O, 0.0323, -0.3331, 0.0617
O, 0.307, 0.0857, 0.4597
O, -0.6726, -0.162, 0.0741
O, 0.2178, -0.369, -0.2537
O, 0.4161, 0.0343, 0.1193
O, -0.1438, -0.5943, 0.2524
O, -0.2912, -0.2498, 0.5479
O, -0.317, -0.2053, -0.2561
O, -0.1989, 0.0134, 0.4246
O, 0.0018, -0.3427, -0.5164
O, 0.5205, -0.4648, 0.0117
O, 0.3568, -0.3375, 0.1283
O, 0.179, -0.0885, -0.5003
O, -0.535, -0.1654, 0.2312
O, 0.2498, -0.0365, -0.3065
O, 0.1278, 0.2198, 0.1744
O, -0.1816, -0.1019, -0.4769
O, 0.0451, -0.1203, -0.2834
O, -0.5585, 0.1768, 0.0094
O, 0.0021, -0.3481, -0.027
O, 0.035, 0.0312, 0.0901
O, -0.4133, 0.2178, 0.1156
O, -0.1317, 0.4127, -0.207
O, 0.0806, -0.8127, -0.0118
O, -0.0851, -0.0325, -0.2486
O, 0.2196, 0.2988, 0.2336
O, 0.1411, 0.0392, -0.34
O, 0.3764, 0.0273, -0.2749
O, 0.0553, 0.379, -0.2321
O, -0.0039, 0.472, -0.3026
O, -0.0472, 0.2916, 0.1214
O, -0.0332, 0.2612, -0.3245
O, -0.047, -0.2775, -0.0698
O, 0.0186, 0.3517, -0.1563
O, 0.0945, 0.2943, -0.3431
O, 0.1069, -0.3424, -0.2674
O, -0.1598, 0.4746, -0.3485
O, 0.2956, -0.6054, -0.2827
O, 0.0255, 0.0383, -0.1707
O, -0.0725, -0.1037, 0.4612
O, 0.0551, -0.3635, 0.0491
O, -0.5171, 0.1813, -0.5023
O, -0.0666, 0.1441, 0.3086
O, -0.1966, -0.0805, -0.1064
O, -0.0539, -0.616, 0.0064
O, 0.1362, 0.5192, 0.2787
O, -0.5323, -0.1678, -0.0824
O, 0.2458, -0.0329, 0.1959
O, -0.1568, 0.4209, 0.1164
O, 0.0877, 0.341, -0.1131
O, -0.3353, -0.3562, 0.0663
O, -0.0391, -0.2696, 0.1908
O, 0.3533, 0.3788, -0.0808
O, 0.0769, 0.3432, 0.1787
O, 0.0024, -0.5481, 0.2771
O, -0.1666, -0.0962, 0.1358
O, 0.1516, -0.538, -0.2419
O, -0.4393, 0.1109, 0.3266
O, -0.3351, 0.3055, 0.0328
O, -0.0075, 0.1722, -0.0092
O, 0.4705, 0.0715, -0.2187
O, 0.4972, 0.1495, -0.5033
O, 0.5829, -0.2218, 0.2379
O, 0.0963, -0.1728, 0.0766
O, 0.2541, 0.2478, 0.2683
O, 0.0596, -0.0845, -0.4327
O, -0.5952, -0.0829, -0.3379
O, 0.3041, 0.2947, 0.0958
O, -0.5644, 0.1342, -0.1327
O, -0.5345, -0.1379, 0.0004
O, 0.0256, 0.422, 0.3783
O, 0.1998, 0.3726, -0.5924
O, -0.0928, -0.0164, -0.0432
O, 0.1629, -0.0959, -0.4859
O, 0.4474, 0.2398, -0.1134
O, -0.201, -0.0918, 0.0208
O, 0.1909, -0.4405, 0.1692
O, 0.0503, 0.3609, 0.304
O, 0.1916, -0.4634, -0.2114
O, 0.1122, -0.0591, 0.1917
O, -0.2244, 0.3957, -0.5808
O, 0.3646, -0.0248, 0.1649
O, 0.1805, 0.3837, 0.09
O, -0.3186, -0.2693, 0.0515
O, -0.3382, -0.0737, 0.3319
O, -0.1713, 0.3557, -0.287
O, -0.0604, -0.0042, -0.3317
O, 0.0392, 0.0631, -0.4275
O, 0.1107, -0.2601, 0.2794
O, -0.253, -0.0952, -0.0803
O, 0.0394, 0.4137, -0.0115
O, 0.1106, 0.5014, 0.0717
O, -0.0813, 0.4198, 0.1506
O, 0.3653, -0.2825, -0.0539
O, 0.0371, -0.1781, 0.2125
O, -0.3713, 0.353, 0.5102
O, 0.3619, -0.4868, 0.1691
O, -0.1014, -0.1371, 0.1823
O, -0.3323, -0.132, 0.0578
O, -0.0062, -0.7619, -0.0395
O, -0.0602, -0.0948, 0.1858
O, 0.199, -0.6045, 0.4698
O, -0.5645, 0.015, 0.138
O, 0.0623, 0.0639, 0.4353
O, -0.3252, 0.5299, 0.181
O, 0.2641, -0.5364, 0.2391
O, -0.023, 0.2384, 0.3806
O, -0.1067, -0.2009, 0.3154
O, 0.1336, 0.0308, 0.3621
O, -0.0145, -0.2484, 0.3268
O, 0.2999, -0.2829, 0.1575
O, -0.4745, -0.1461, 0.0959
O, -0.5445, -0.2445, 0.0402
O, 0.5467, 0.0478, -0.1932
O, 0.1783, -0.0763, 0.2625
O, 0.2331, -0.1192, -0.0838
O, 0.2482, -0.1056, 0.3317
O, -0.0962, -0.3208, -0.1707
O, 0.0571, 0.3491, -0.2677
O, -0.0736, 0.2718, 0.1352
O, -0.5148, -0.2458, 0.4015
O, -0.2664, -0.027, -0.509
O, -0.1372, 0.082, -0.0119
O, 0.0165, 0.0448, -0.2445
O, 0.2636, -0.0592, -0.5054
O, 0.0347, 0.2772, 0.208
O, -0.6005, 0.3697, -0.1488
O, -0.3683, 0.1536, 0.0962
O, -0.0113, 0.4609, 0.2273
O, 0.3363, 0.1307, -0.0116
O, 0.0389, -0.1733, -0.3213
O, -0.1568, 0.0925, 0.0972
O, -0.0596, 0.2448, -0.0712
O, 0.0709, 0.1085, 0.6246
O, 0.046, -0.2896, -0.3485
O, 0.0929, 0.4698, -0.385
O, 0.1564, 0.1921, 0.3273
O, 0.2021, 0.3917, -0.2012
O, 0.5514, -0.0749, 0.0472
O, 0.4386, 0.3487, -0.288
O, 0.1909, 0.1765, 0.0704
O, 0.2258, -0.1829, 0.2119
O, 0.282, 0.1827, -0.3061
O, 0.0118, -0.0036, -0.2689
O, 0.2322, -0.0364, -0.2709
O, -0.5858, 0.0023, 0.2027
O, 0.0402, -0.2901, -0.2221
O, 0.4422, 0.0587, 0.2211
O, -0.1148, -0.4011, 0.2306
O, -0.4465, -0.3477, -0.261
O, -0.0555, 0.2622, 0.5357
O, 0.1073, -0.2611, -0.2466
O, -0.3064, -0.4169, -0.5303
O, 0.2642, -0.4172, -0.3199
O, -0.173, -0.1211, -0.264
O, -0.3488, 0.0188, 0.0263
O, 0.3426, -0.0699, -0.3897
O, 0.1417, 0.4411, -0.1443
O, -0.1423, -0.1624, -0.2488
O, -0.3495, 0.1334, -0.0446
O, -0.3419, -0.2607, -0.0653
O, 0.2366, 0.0303, -0.2303
O, -0.118, 0.598, -0.197
O, 0.1338, 0.6379, -0.2333
O, 0.121, 0.0895, -0.5872
O, 0.1054, -0.3235, 0.0203
O, -0.3092, -0.1743, 0.6101
O, 0.012, 0.0213, -0.3009
O, 0.1883, 0.2686, 0.1339
O, 0.1844, -0.163, -0.6877
O, 0.4932, 0.1296, -0.2536
O, 0.124, -0.6113, -0.1628
O, 0.3722, -0.0033, 0.2044
O, 0.2116, 0.1819, -0.3508
O, 0.0237, 0.0209, 0.3372
O, 0.3351, 0.2284, -0.3998
O, 0.2738, -0.0749, 0.4988
O, 0.1465, 0.1773, 0.158
O, -0.3962, 0.1397, 0.326
O, -0.2302, -0.1546, 0.3976
O, -0.449, -0.0908, 0.4042
O, -0.6177, 0.1292, 0.3252
O, 0.1534, -0.0522, 0.0183
O, 0.4381, 0.2044, 0.1122
O, 0.4103, 0.0757, 0.2462
O, -0.1985, -0.0611, 0.2558
O, 0.0299, 0.3395, 0.2014
O, 0.1799, -0.3607, -0.64
O, -0.1369, 0.3279, 0.3416
O, -0.1653, -0.3336, 0.3638
O, 0.2802, 0.0158, -0.2999
O, 0.3676, -0.0481, -0.1263
O, 0.0349, -0.0481, 0.4806
O, 0.3323, 0.3852, 0.373
O, 0.2826, -0.1891, 0.1744
O, -0.3502, -0.0664, 0.1048
O, 0.3102, -0.3822, -0.0575
O, 0.4854, 0.1298, 0.384
O, 0.4749, -0.1273, -0.0146
O, 0.4158, -0.089, 0.2329
O, -0.2517, -0.2622, 0.0084
